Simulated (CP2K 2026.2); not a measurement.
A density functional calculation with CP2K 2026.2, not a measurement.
Periodic cell of 3024 atoms, Si2160O864, from a study of silicon, its oxide and their interface. The atomic structure is a simulated model.
Doubt: the forces sum to 12.38 eV/angstrom along one axis rather than to zero, so they err by at least 0.0041 eV/angstrom per atom on average; the grid cutoff is modest.

Settings: functional PBE; method Gaussian and plane waves; basis set DZVP-MOLOPT-SR-GTH; pseudopotentials GTH-PBE; grid cutoff 300 Ry, relative cutoff 40 Ry; k points Gamma only; occupations fixed; spin none; net charge 0.

Cell vectors (angstrom)
a	97.92	0	0
b	0	16.32	0
c	2.8648	-0.2253	33.8694

Atoms: element, x, y, z (angstrom)
Si	0.854	-1.495	0.268
Si	3.604	1.65	0.001
Si	1.478	4.019	0.104
Si	3.72	7.03	-0.087
Si	1.643	-6.954	0.248
Si	4.272	-4.423	0.291
Si	6.927	-1.62	0.004
Si	9.197	1.824	0.066
Si	6.956	3.873	0.513
Si	9.614	6.377	0.027
Si	6.511	9.712	0.029
Si	-7.149	-4.145	0.481
Si	-3.91	-1.664	0.248
Si	-1.109	0.941	-0.036
Si	-4.698	4.116	0.027
Si	-1.706	6.883	-0.018
Si	-3.969	-7.224	0.151
Si	-1.729	-3.885	0.179
Si	2.589	-0.138	1.222
Si	5.279	2.585	1.451
Si	2.69	5.492	1.413
Si	5.387	8.077	1.288
Si	2.786	-5.558	1.689
Si	5.448	-2.768	1.418
Si	8.137	0.012	1.213
Si	-5.667	2.676	1.585
Si	8.248	5.377	1.666
Si	-5.669	7.965	1.367
Si	8.21	-5.426	1.149
Si	-5.475	-2.878	1.527
Si	-2.747	-0.04	1.437
Si	-0.082	2.647	1.273
Si	-2.91	5.253	1.22
Si	-0.068	8.077	1.288
Si	-2.821	-5.584	1.399
Si	-0.275	-2.841	1.737
Si	1.294	1.284	2.67
Si	4.033	4.084	2.764
Si	1.252	6.754	2.748
Si	4.157	9.359	2.887
Si	1.285	-4.183	2.869
Si	4.014	-1.392	2.668
Si	6.732	1.237	2.71
Si	9.555	4.047	3.003
Si	6.753	6.795	2.734
Si	9.552	-6.828	2.519
Si	6.865	-4.149	2.683
Si	-6.847	-1.43	2.801
Si	-4.181	1.285	2.771
Si	-1.507	3.951	2.638
Si	-4.227	6.621	2.713
Si	-1.392	-6.898	2.729
Si	-4.139	-4.249	2.855
Si	-1.539	-1.376	2.983
Si	-0.039	-0.02	4.156
Si	2.645	2.668	4.058
Si	-0.118	5.326	4.036
Si	2.659	8.056	4.148
Si	-0.07	-5.569	4.172
Si	2.682	-2.75	4.093
Si	5.384	-0.091	4.083
Si	8.08	2.623	4.123
Si	5.417	5.414	4.11
Si	8.169	-8.127	3.989
Si	5.515	-5.495	4.11
Si	8.195	-2.733	4.001
Si	-5.497	-0.093	4.179
Si	-2.804	2.644	4.115
Si	-5.502	5.344	4.251
Si	-2.807	8.028	4.052
Si	-5.512	-5.596	4.202
Si	-2.849	-2.839	4.246
Si	1.398	-1.402	16.389
Si	4.103	1.312	16.344
Si	1.392	3.967	16.324
Si	4.133	6.76	16.292
Si	1.391	-6.839	16.309
Si	4.094	-4.099	16.287
Si	6.822	-1.344	16.287
Si	-6.774	1.253	16.488
Si	6.816	4.044	16.288
Si	-6.751	6.701	16.467
Si	6.827	-6.843	16.241
Si	-6.766	-4.143	16.488
Si	-4.046	-1.421	16.442
Si	-1.331	1.28	16.445
Si	-4.059	3.982	16.434
Si	-1.34	6.73	16.351
Si	-4.033	9.465	16.422
Si	-1.322	-4.135	16.442
Si	2.76	-0.032	17.753
Si	5.505	2.655	17.674
Si	2.804	5.325	17.591
Si	5.5	8.132	17.648
Si	2.77	-5.485	17.648
Si	5.438	-2.697	17.614
Si	8.212	0.01	17.635
Si	-5.433	2.656	17.83
Si	8.153	5.453	17.608
Si	-5.331	8.067	17.788
Si	8.189	-5.442	17.53
Si	-5.399	-2.729	17.848
Si	-2.698	-0.075	17.827
Si	0.073	2.636	17.773
Si	-2.651	5.343	17.735
Si	0.012	-8.181	17.651
Si	-2.711	-5.48	17.816
Si	0.06	-2.753	17.779
Si	1.418	1.291	19.181
Si	4.156	4.016	19.017
Si	1.413	6.699	18.836
Si	4.159	-6.812	18.988
Si	1.475	-4.136	19.061
Si	4.163	-1.363	19.095
Si	6.907	1.343	19.055
Si	-6.795	4.05	19.184
Si	6.833	6.769	19.029
Si	-6.779	9.423	19.04
Si	6.808	-4.093	18.867
Si	9.558	-1.346	18.993
Si	-4.083	1.295	19.187
Si	-1.28	4.015	19.11
Si	-3.922	6.705	19.141
Si	-1.313	-6.862	19.109
Si	-4.033	-4.052	19.203
Si	-1.295	-1.409	19.192
Si	0.069	-0.058	20.602
Si	2.86	2.652	20.451
Si	0.165	5.407	20.332
Si	2.773	8.029	20.139
Si	0.057	-5.445	20.399
Si	2.828	-2.776	20.443
Si	5.647	-0.077	20.449
Si	8.151	2.821	20.437
Si	5.478	5.394	20.412
Si	8.25	8.229	20.193
Si	5.477	-5.373	20.317
Si	8.2	-2.808	20.226
Si	-5.459	0.036	20.699
Si	-2.618	2.641	20.466
Si	-5.329	5.384	20.485
Si	-2.525	-8.306	20.553
Si	-5.516	-5.419	20.387
Si	-2.648	-2.73	20.636
Si	1.248	-1.722	21.807
Si	4.473	1.481	21.715
Si	1.715	4.293	21.676
Si	3.839	6.549	21.597
Si	1.329	-7.072	21.436
Si	4.443	-3.828	21.799
Si	6.799	-1.741	21.733
Si	-6.531	1.795	22.011
Si	6.528	3.861	21.864
Si	-6.394	7.041	21.758
Si	7.117	-6.522	21.468
Si	9.354	-4.427	21.425
Si	-3.768	-1.044	21.91
Si	-1.511	1.15	21.905
Si	-4.12	3.845	21.763
Si	-0.726	6.962	21.839
Si	-4.211	-6.969	21.454
Si	-0.996	-3.928	21.881
Si	3.741	4.811	-6.295
Si	2.421	-2.726	-6.358
Si	-5.609	6.865	24.614
Si	-3.876	1.756	-4.386
Si	-1.034	-6.612	-4.931
Si	0.064	-0.961	-7.314
Si	-9.161	-1.165	-5.597
Si	-1.61	3.473	-7.155
Si	-1.116	6.467	24.831
Si	7.348	-6.965	-2.984
Si	-0.316	1.35	-5.452
Si	-3.754	-7.712	-4.747
Si	6.274	-0.361	-2.716
Si	-0.14	5.261	-2.235
Si	-1.363	2.361	-2.857
Si	7.303	-8.04	25.774
Si	1.791	-5.455	26.423
Si	4.907	2.145	-5.565
Si	-3.238	-7.753	25.129
Si	3.152	-5.807	23.729
Si	5.302	-7.915	23.669
Si	1.369	3.139	-7.044
Si	5.47	5.209	-1.818
Si	-7.161	6.17	-4.94
Si	-2.065	-2.78	-6.51
Si	6.634	1.621	25.633
Si	-6.143	3.455	-5.03
Si	-5.214	-1.585	-2.35
Si	4.567	-2.14	-4.418
Si	-2.272	6.343	-6.458
Si	-3.524	4.632	24.682
Si	0.28	7.048	-4.856
Si	4.259	-4.978	-7.06
Si	0.699	-4.246	-1.295
Si	-4.188	-0.983	-5.191
Si	-4.333	2.099	26.312
Si	0.452	2.463	23.867
Si	-6.602	-0.447	-7.037
Si	-5.65	2.356	-2.287
Si	8.074	6.533	-2.768
Si	-4.461	-2.492	24.593
Si	-2.967	-5.176	23.813
Si	-5.457	-6.852	-2.477
Si	8.298	-0.13	23.927
Si	-8.457	-7.32	-2.33
Si	10.434	-1.502	25.814
Si	2.634	0.141	23.816
Si	4.509	-6.389	-4.172
Si	7.548	4.338	24.795
Si	3.136	-4.151	-2.557
Si	0.128	-3.971	-5.274
Si	8.998	-0.57	-3.953
Si	4.926	2.142	-2.656
Si	3.357	7.466	-5.314
Si	1.328	-1.407	5.478
Si	4.034	1.316	5.418
Si	1.268	4	5.43
Si	4.031	6.715	5.489
Si	1.319	9.424	5.509
Si	4.077	-4.132	5.416
Si	6.786	-1.438	5.404
Si	9.492	1.289	5.435
Si	6.76	4.034	5.456
Si	-6.856	6.686	5.621
Si	6.855	-6.832	5.459
Si	-6.863	12.127	5.547
Si	-4.186	-1.464	5.576
Si	-1.423	1.316	5.499
Si	-4.117	3.979	5.551
Si	-1.435	6.694	5.443
Si	-4.115	-6.943	5.512
Si	-1.413	-4.184	5.529
Si	2.695	-0.042	6.815
Si	5.388	2.673	6.797
Si	2.653	5.348	6.812
Si	5.431	-8.201	6.779
Si	2.705	-5.491	6.797
Si	5.428	-2.777	6.789
Si	8.129	-0.066	6.783
Si	-5.468	2.613	6.926
Si	-8.198	5.306	6.971
Si	-5.471	8.062	6.927
Si	-8.204	10.783	6.952
Si	-5.515	-2.838	6.936
Si	-2.767	-0.083	6.863
Si	-0.057	2.667	6.851
Si	-2.752	5.357	6.877
Si	-0.06	8.049	6.829
Si	-2.766	-5.559	6.878
Si	-0.028	-2.792	6.836
Si	1.324	1.3	8.183
Si	4.031	4.015	8.171
Si	1.318	6.716	8.19
Si	4.07	-6.848	8.151
Si	1.345	-4.148	8.181
Si	4.068	-1.409	8.153
Si	6.773	1.313	8.134
Si	-6.816	3.963	8.31
Si	6.79	6.765	8.135
Si	-6.825	9.422	8.292
Si	6.796	-4.118	8.149
Si	-6.828	-1.49	8.344
Si	-4.099	1.259	8.271
Si	-1.39	4.012	8.241
Si	-4.102	6.701	8.266
Si	-1.389	-6.904	8.222
Si	-4.115	-4.192	8.253
Si	-1.391	-1.441	8.208
Si	-0.025	-0.068	9.553
Si	2.686	2.657	9.542
Si	-0.022	5.371	9.586
Si	2.7	-8.215	9.511
Si	-0.016	-5.515	9.549
Si	2.708	-2.772	9.522
Si	5.423	-0.042	9.51
Si	-8.155	2.608	9.696
Si	5.418	5.399	9.489
Si	-8.174	8.05	9.661
Si	5.43	-5.481	9.506
Si	-8.182	-2.842	9.704
Si	-5.444	-0.105	9.652
Si	-2.736	2.637	9.609
Si	-5.449	5.342	9.642
Si	-2.737	8.071	9.612
Si	-5.459	-5.537	9.643
Si	-2.741	-2.808	9.582
Si	1.346	-1.425	10.896
Si	4.063	1.306	10.881
Si	1.345	4.009	10.925
Si	4.069	-9.567	10.866
Si	1.353	-6.865	10.9
Si	4.073	-4.124	10.877
Si	6.791	-1.389	10.867
Si	-6.791	1.247	11.035
Si	-9.522	3.96	11.049
Si	-6.804	6.697	11.014
Si	-9.518	9.394	11.053
Si	-6.796	-4.189	11.036
Si	-4.072	-1.46	10.989
Si	-1.365	1.277	10.95
Si	-4.083	3.987	10.991
Si	-1.369	6.722	10.966
Si	-4.088	9.427	10.986
Si	-1.37	-4.16	10.93
Si	2.709	-0.06	12.245
Si	5.431	2.688	12.21
Si	2.722	5.388	12.245
Si	5.437	-8.197	12.212
Si	2.711	-5.484	12.243
Si	5.435	-2.754	12.228
Si	8.152	-0.009	12.206
Si	-5.425	2.623	12.37
Si	-8.147	5.322	12.383
Si	-5.442	8.071	12.36
Si	-8.152	10.768	12.394
Si	-5.426	-2.81	12.371
Si	-2.709	-0.086	12.334
Si	-0.003	2.646	12.298
Si	-2.72	5.357	12.337
Si	0.007	8.101	12.29
Si	-2.72	-5.512	12.318
Si	-0.012	-2.777	12.273
Si	1.363	1.278	13.635
Si	4.086	4.031	13.594
Si	1.376	6.734	13.629
Si	4.085	-6.839	13.582
Si	1.355	-4.125	13.619
Si	4.08	-1.4	13.599
Si	6.792	1.343	13.568
Si	-6.788	3.964	13.743
Si	6.813	-9.558	13.548
Si	-6.781	9.427	13.749
Si	6.811	-4.096	13.58
Si	9.528	-1.345	13.562
Si	-4.054	1.27	13.715
Si	-1.353	3.994	13.682
Si	-4.078	6.713	13.706
Si	-1.345	9.459	13.663
Si	-4.057	-4.162	13.719
Si	-1.344	-1.437	13.69
Si	0.016	-0.061	15.04
Si	2.746	2.641	14.954
Si	0.029	5.366	15.003
Si	2.746	8.112	14.956
Si	0.006	-5.471	15.006
Si	2.714	-2.75	14.964
Si	5.442	-0.018	14.937
Si	8.164	2.71	14.904
Si	5.468	5.402	14.922
Si	8.181	-8.185	14.882
Si	5.448	-5.467	14.927
Si	8.172	-2.703	14.917
Si	-5.414	-0.074	15.092
Si	-2.692	2.631	15.073
Si	-5.421	5.34	15.08
Si	-2.706	8.1	15.025
Si	-5.422	-5.505	15.096
Si	-2.694	-2.793	15.075
Si	17.463	-1.128	0.206
Si	20.251	1.663	0.514
Si	17.986	3.755	0.44
Si	20.135	7.036	0.045
Si	18.036	-6.952	0.086
Si	20.673	-4.354	0.403
Si	23.142	-1.681	0.287
Si	25.136	1.649	-0.199
Si	23.135	3.97	0.464
Si	26.081	6.717	0.185
Si	22.89	9.854	0.208
Si	9.252	-3.76	-0.276
Si	12.576	-1.55	0.002
Si	15.248	1.098	0.131
Si	11.856	4.171	0.03
Si	14.903	6.825	-0.015
Si	12.696	-7.215	-0.087
Si	14.799	-3.82	0.011
Si	19.039	-0.022	1.553
Si	21.752	2.774	1.851
Si	19.109	5.48	1.499
Si	21.742	8.174	1.389
Si	19.081	-5.518	1.595
Si	21.775	-2.819	1.73
Si	24.317	0.049	1.328
Si	10.782	2.751	1.531
Si	24.484	5.552	1.476
Si	10.889	-8.241	1.126
Si	24.497	-5.346	1.465
Si	10.855	-2.707	1.144
Si	13.626	-0.001	1.409
Si	16.349	2.593	1.577
Si	13.611	5.283	1.221
Si	16.379	8.152	1.284
Si	13.667	-5.503	1.242
Si	16.325	-2.738	1.444
Si	17.697	1.295	2.956
Si	20.401	4.226	2.999
Si	17.676	6.826	2.764
Si	20.448	9.454	2.894
Si	17.682	-4.089	2.801
Si	20.385	-1.376	2.896
Si	23.136	1.304	2.933
Si	25.843	4.061	2.687
Si	23.118	6.886	2.794
Si	25.912	-6.74	2.699
Si	23.21	-4.109	2.981
Si	9.537	-1.344	2.587
Si	12.223	1.343	2.729
Si	14.925	4.029	2.733
Si	12.251	6.73	2.585
Si	15.018	-6.806	2.667
Si	12.197	-4.135	2.545
Si	14.956	-1.376	2.799
Si	16.298	-0.058	4.222
Si	19.029	2.763	4.232
Si	16.287	5.438	4.073
Si	19.032	8.134	4.189
Si	16.313	-5.462	4.106
Si	19.019	-2.743	4.192
Si	21.755	-0.026	4.24
Si	24.534	2.744	4.143
Si	21.822	5.553	4.244
Si	24.534	-8.086	4.084
Si	21.801	-5.481	4.236
Si	24.59	-2.621	4.11
Si	10.861	-0.042	4.043
Si	13.576	2.698	4.106
Si	10.967	5.471	4.149
Si	13.601	8.13	3.972
Si	10.87	-5.481	3.955
Si	13.536	-2.784	4.017
Si	17.711	-1.278	16.261
Si	20.392	1.431	16.253
Si	17.663	4.134	16.303
Si	20.423	6.892	16.313
Si	17.749	-6.737	16.272
Si	20.493	-4.03	16.278
Si	23.174	-1.352	16.235
Si	9.534	1.38	16.264
Si	23.136	4.158	16.267
Si	9.537	-9.541	16.238
Si	23.185	-6.696	16.336
Si	9.558	-4.044	16.251
Si	12.269	-1.321	16.272
Si	14.974	1.427	16.3
Si	12.239	4.104	16.27
Si	14.989	6.837	16.266
Si	12.265	-6.773	16.225
Si	15.011	-4.006	16.25
Si	19.037	0.096	17.637
Si	21.747	2.787	17.593
Si	19.01	5.536	17.626
Si	21.786	8.277	17.678
Si	19.162	-5.408	17.628
Si	21.84	-2.67	17.655
Si	24.574	-0.027	17.551
Si	10.838	2.784	17.627
Si	24.471	5.598	17.563
Si	10.957	-8.207	17.545
Si	24.567	-5.344	17.721
Si	10.922	-2.685	17.631
Si	13.613	0.056	17.631
Si	16.307	2.79	17.709
Si	13.635	5.451	17.607
Si	16.346	-8.078	17.588
Si	13.593	-5.344	17.542
Si	16.375	-2.638	17.611
Si	17.654	1.404	19.054
Si	20.348	4.15	18.953
Si	17.675	6.93	19.006
Si	20.491	-6.688	19.123
Si	17.828	-3.987	18.888
Si	20.44	-1.268	18.931
Si	23.157	1.323	18.785
Si	9.48	4.156	19.009
Si	23.109	6.895	19.016
Si	9.598	-6.811	18.794
Si	23.224	-3.94	19.108
Si	25.888	-1.316	19.044
Si	12.206	1.432	18.944
Si	14.934	4.17	19.08
Si	12.308	-9.53	18.972
Si	14.952	-6.679	18.853
Si	12.303	-4.015	18.986
Si	14.995	-1.295	18.982
Si	16.285	0.055	20.435
Si	18.982	2.819	20.365
Si	16.248	5.644	20.403
Si	19.062	8.263	20.421
Si	16.371	-5.31	20.104
Si	19.127	-2.619	20.311
Si	21.836	0.059	20.26
Si	24.523	2.785	19.917
Si	21.681	5.539	20.328
Si	24.51	8.216	20.363
Si	21.871	-5.291	20.506
Si	24.553	-2.563	20.577
Si	10.872	0.076	20.329
Si	13.488	2.804	20.37
Si	10.872	5.501	20.347
Si	13.661	-8.061	20.236
Si	10.953	-5.503	20.177
Si	13.658	-2.652	20.373
Si	17.521	-1.557	21.656
Si	20.658	1.631	21.498
Si	17.774	4.424	21.632
Si	20.062	6.573	21.747
Si	17.448	-6.758	21.539
Si	20.739	-3.594	21.731
Si	22.923	-1.305	21.865
Si	9.708	1.625	21.675
Si	22.912	3.797	21.231
Si	9.831	7.223	21.557
Si	23.516	-6.473	21.735
Si	25.751	-4.238	21.781
Si	12.458	-1.048	21.616
Si	14.591	1.205	21.652
Si	11.874	3.893	21.734
Si	15.213	-8.958	21.72
Si	12.126	-6.963	21.578
Si	15.357	-3.801	21.546
Si	20.612	4.607	-5.803
Si	20.394	-5.633	-4.409
Si	9.481	6.515	24.47
Si	14.352	1.636	-5.556
Si	12.646	-6.222	-3.109
Si	17.946	-0.632	-5.895
Si	7.944	2.023	-5.241
Si	9.689	3.427	-7.086
Si	14.439	7.067	24.767
Si	24.189	7.94	-1.768
Si	19.602	1.255	26.325
Si	13.266	-7.656	-5.712
Si	21.711	-1.377	-2.481
Si	16.371	4.981	-2.02
Si	15.337	2.222	-2.663
Si	23.127	6.05	-6.602
Si	16.882	-4.875	-7.334
Si	21.346	3.862	25.833
Si	13.937	-6.64	26.322
Si	19.212	-5.442	23.655
Si	20.341	-8.113	24.343
Si	16.594	5.863	-6.676
Si	22.427	3.614	-3.697
Si	9.37	-4.366	-6.062
Si	15.552	-2.671	-5.434
Si	18.163	1.522	-3.573
Si	9.409	4.217	-4.259
Si	11.744	-0.383	-2.861
Si	19.909	-4.999	-7.371
Si	13.484	6.216	-7.223
Si	12.151	5.205	24.606
Si	16.213	-7.675	-6.876
Si	23.134	-7.583	24.653
Si	17.925	-5.424	-2.719
Si	12.959	-1.129	-5.637
Si	15.496	3.062	26.456
Si	16.475	2.533	23.578
Si	10.08	-1.61	-6.668
Si	11.117	2.42	-2.264
Si	22.018	5.73	-1.719
Si	11.279	-3.1	23.559
Si	13.629	-5.18	23.68
Si	9.816	-4.948	-3.169
Si	24.461	0.691	23.664
Si	6.518	-3.29	-6.234
Si	20.627	-2.087	-6.751
Si	18.716	0.474	23.527
Si	24.636	-8.137	-4.897
Si	23.583	3.711	24.008
Si	19.101	-2.746	-1.866
Si	15.268	-4.496	-3.01
Si	22.008	-3.202	-4.514
Si	20.956	1.309	-2.307
Si	18.051	4.597	-4.386
Si	17.674	-1.392	5.55
Si	20.419	1.396	5.541
Si	17.63	4.116	5.507
Si	20.413	6.845	5.572
Si	17.678	9.534	5.488
Si	20.418	-4.084	5.52
Si	23.184	-1.349	5.517
Si	25.901	1.398	5.466
Si	23.18	4.117	5.499
Si	9.517	6.829	5.395
Si	23.2	-6.795	5.537
Si	9.537	-4.111	5.364
Si	12.214	-1.405	5.402
Si	14.931	1.355	5.488
Si	12.268	4.071	5.488
Si	14.938	6.812	5.413
Si	12.235	-6.822	5.344
Si	14.919	-4.1	5.419
Si	19.048	0.012	6.858
Si	21.803	2.765	6.854
Si	19.032	5.454	6.859
Si	21.805	-8.121	6.886
Si	19.041	-5.432	6.852
Si	21.802	-2.71	6.844
Si	24.53	0.055	6.832
Si	10.853	2.693	6.775
Si	8.156	5.431	6.75
Si	10.877	-8.144	6.759
Si	8.19	-5.444	6.786
Si	10.868	-2.76	6.767
Si	13.56	-0.03	6.789
Si	16.292	2.729	6.841
Si	13.621	5.45	6.815
Si	16.301	8.162	6.8
Si	13.574	-5.471	6.761
Si	16.278	-2.756	6.83
Si	17.679	1.381	8.184
Si	20.42	4.11	8.196
Si	17.674	6.833	8.181
Si	20.428	-6.758	8.205
Si	17.673	-4.072	8.19
Si	20.439	-1.334	8.189
Si	23.171	1.409	8.194
Si	9.504	4.069	8.121
Si	23.18	6.824	8.188
Si	9.537	-6.8	8.148
Si	23.177	-4.048	8.184
Si	9.503	-1.407	8.136
Si	12.212	1.344	8.142
Si	14.958	4.1	8.189
Si	12.231	6.812	8.131
Si	14.947	-6.793	8.148
Si	12.236	-4.099	8.133
Si	14.939	-1.36	8.16
Si	16.312	0.009	9.511
Si	19.054	2.742	9.532
Si	16.326	5.464	9.531
Si	19.055	-8.128	9.529
Si	16.315	-5.438	9.523
Si	19.056	-2.694	9.521
Si	21.8	0.042	9.534
Si	8.141	2.696	9.471
Si	21.798	5.476	9.534
Si	8.156	-8.177	9.481
Si	21.802	-5.394	9.534
Si	8.147	-2.75	9.507
Si	10.857	-0.025	9.488
Si	13.579	2.718	9.495
Si	10.872	5.435	9.475
Si	13.594	-8.155	9.502
Si	10.887	-5.443	9.511
Si	13.589	-2.729	9.504
Si	17.696	-1.327	10.867
Si	20.43	1.4	10.884
Si	17.696	4.113	10.875
Si	20.431	-9.477	10.874
Si	17.701	-6.768	10.882
Si	20.436	-4.033	10.877
Si	23.175	-1.308	10.877
Si	9.505	1.347	10.837
Si	6.786	4.046	10.84
Si	9.521	-9.528	10.838
Si	6.797	-6.831	10.856
Si	9.52	-4.089	10.863
Si	12.232	-1.361	10.851
Si	14.955	1.38	10.851
Si	12.23	4.086	10.845
Si	14.963	6.826	10.87
Si	12.255	-6.79	10.865
Si	14.971	-4.059	10.87
Si	19.058	0.039	12.224
Si	21.787	2.772	12.239
Si	19.063	5.481	12.217
Si	21.805	-8.108	12.212
Si	19.076	-5.395	12.225
Si	21.805	-2.668	12.223
Si	24.535	0.058	12.229
Si	10.877	2.709	12.188
Si	8.161	5.414	12.179
Si	10.884	-8.16	12.195
Si	8.154	-5.454	12.205
Si	10.88	-2.716	12.213
Si	13.6	0.014	12.196
Si	16.316	2.751	12.204
Si	13.595	5.453	12.2
Si	16.34	8.185	12.222
Si	13.619	-5.423	12.219
Si	16.34	-2.686	12.221
Si	17.688	1.414	13.559
Si	20.418	4.144	13.586
Si	17.707	6.835	13.577
Si	20.454	-6.746	13.572
Si	17.725	-4.024	13.577
Si	20.437	-1.31	13.574
Si	23.157	1.413	13.582
Si	9.522	4.065	13.541
Si	23.161	-9.444	13.587
Si	9.527	-6.8	13.546
Si	23.188	-4.037	13.547
Si	25.912	-1.312	13.56
Si	12.249	1.374	13.555
Si	14.957	4.108	13.562
Si	12.25	6.818	13.556
Si	15.001	9.558	13.573
Si	12.261	-4.057	13.563
Si	14.979	-1.309	13.561
Si	16.331	0.069	14.922
Si	19.028	2.788	14.92
Si	16.326	5.469	14.91
Si	19.081	8.213	14.911
Si	16.37	-5.387	14.922
Si	19.091	-2.667	14.945
Si	21.79	0.051	14.934
Si	24.517	2.786	14.924
Si	21.776	5.524	14.934
Si	24.518	-8.044	14.92
Si	21.837	-5.384	14.918
Si	24.555	-2.693	14.903
Si	10.896	0.019	14.915
Si	13.601	2.743	14.918
Si	10.888	5.432	14.884
Si	13.633	8.185	14.897
Si	10.887	-5.425	14.89
Si	13.624	-2.673	14.905
Si	33.687	-0.984	0.041
Si	36.384	1.784	0.047
Si	34.073	3.96	0.07
Si	36.384	7.17	-0.163
Si	34.227	-6.866	-0.192
Si	36.933	-4.236	-0.134
Si	39.564	-1.31	-0.017
Si	41.876	1.748	-0.004
Si	39.445	3.802	-0.146
Si	42.34	6.757	-0.126
Si	39.209	9.906	-0.103
Si	25.487	-3.744	0.049
Si	28.892	-1.464	-0.207
Si	31.493	1.224	0.172
Si	28.103	4.326	-0.117
Si	31.065	6.91	-0.231
Si	28.923	-7.066	-0.11
Si	31.006	-3.832	-0.135
Si	35.328	0.099	1.285
Si	37.987	2.828	1.389
Si	35.295	5.596	1.234
Si	38.02	8.284	1.137
Si	35.367	-5.363	1.214
Si	37.983	-2.576	1.183
Si	40.77	0.165	1.292
Si	26.999	2.653	1.107
Si	40.654	5.552	1.03
Si	27.33	-8.069	1.359
Si	40.766	-5.304	1.253
Si	27.22	-2.587	1.134
Si	29.892	0.016	1.33
Si	32.609	2.801	1.449
Si	29.86	5.397	1.142
Si	32.625	8.204	1.067
Si	29.918	-5.398	1.224
Si	32.581	-2.674	1.22
Si	34.027	1.453	2.723
Si	36.677	4.279	2.649
Si	33.924	6.918	2.582
Si	36.712	9.612	2.594
Si	33.995	-4	2.557
Si	36.678	-1.272	2.612
Si	39.395	1.464	2.677
Si	42.047	4.232	2.531
Si	39.39	6.91	2.483
Si	42.134	-6.698	2.567
Si	39.39	-3.922	2.583
Si	25.869	-1.254	2.596
Si	28.461	1.418	2.556
Si	31.188	4.165	2.653
Si	28.643	6.806	2.65
Si	31.336	-6.744	2.539
Si	28.519	-4.019	2.559
Si	31.269	-1.335	2.674
Si	32.642	0.055	4.017
Si	35.378	2.854	4.021
Si	32.598	5.54	3.971
Si	35.335	8.253	3.946
Si	32.665	-5.379	3.937
Si	35.332	-2.643	3.959
Si	38.058	0.066	3.99
Si	40.783	2.849	3.964
Si	38.09	5.594	3.958
Si	40.77	-8.08	3.885
Si	38.073	-5.331	3.947
Si	40.825	-2.6	3.914
Si	27.201	0.068	4.015
Si	29.848	2.765	3.967
Si	27.248	5.446	4.011
Si	29.996	8.218	3.966
Si	27.241	-5.352	4.031
Si	29.899	-2.702	3.986
Si	34.058	-1.263	16.239
Si	36.777	1.47	16.292
Si	34.09	4.188	16.324
Si	36.787	6.904	16.293
Si	34.082	-6.703	16.263
Si	36.778	-4.008	16.277
Si	39.478	-1.272	16.252
Si	25.903	1.4	16.228
Si	39.513	4.175	16.27
Si	25.885	-9.394	16.248
Si	39.475	-6.725	16.314
Si	25.911	-4.023	16.306
Si	28.629	-1.317	16.293
Si	31.394	1.473	16.242
Si	28.662	4.158	16.205
Si	31.374	6.895	16.287
Si	28.616	-6.718	16.269
Si	31.345	-3.968	16.261
Si	35.362	0.117	17.617
Si	38.18	2.821	17.641
Si	35.441	5.579	17.694
Si	38.133	8.222	17.717
Si	35.437	-5.378	17.66
Si	38.109	-2.612	17.623
Si	40.843	0.066	17.628
Si	27.276	2.805	17.51
Si	40.82	5.525	17.707
Si	27.274	-8.09	17.635
Si	40.837	-5.318	17.629
Si	27.259	-2.676	17.694
Si	30.061	0.064	17.547
Si	32.707	2.831	17.677
Si	30.017	5.485	17.599
Si	32.716	-8.023	17.639
Si	29.939	-5.298	17.594
Si	32.722	-2.62	17.621
Si	34.042	1.461	19.048
Si	36.885	4.233	19.011
Si	34.067	6.983	19.056
Si	36.78	-6.724	19.078
Si	34.05	-4.012	18.979
Si	36.677	-1.276	18.95
Si	39.479	1.391	19.008
Si	25.897	4.232	18.772
Si	39.473	6.868	19.142
Si	25.952	-6.746	19.045
Si	39.494	-3.919	19.007
Si	42.176	-1.273	19.041
Si	28.671	1.43	18.806
Si	31.352	4.202	19.052
Si	28.638	-9.515	18.933
Si	31.287	-6.637	18.915
Si	28.645	-4.001	19.081
Si	31.396	-1.239	18.996
Si	32.711	0.099	20.474
Si	35.487	2.859	20.263
Si	32.681	5.632	20.42
Si	35.396	8.335	20.53
Si	32.581	-5.271	20.316
Si	35.381	-2.655	20.356
Si	37.993	0.082	20.311
Si	40.8	2.722	20.431
Si	38.129	5.543	20.613
Si	40.876	8.315	20.361
Si	38.154	-5.311	20.353
Si	40.783	-2.532	20.469
Si	27.363	0.089	20.189
Si	29.934	2.753	20.253
Si	27.223	5.464	20.269
Si	29.992	-8.086	20.206
Si	27.328	-5.394	20.478
Si	30.01	-2.563	20.372
Si	33.874	-1.533	21.762
Si	36.866	1.619	21.709
Si	34.36	4.45	21.514
Si	36.47	6.723	21.924
Si	33.727	-6.727	21.692
Si	36.946	-3.803	21.678
Si	39.024	-1.444	21.728
Si	26.105	1.71	21.217
Si	39.187	3.754	21.813
Si	26.049	6.969	21.626
Si	39.805	-6.35	21.649
Si	42.04	-4.159	21.603
Si	28.835	-1.006	21.675
Si	31.003	1.233	21.669
Si	28.303	3.819	21.533
Si	31.568	-9.009	21.675
Si	28.395	-7.178	21.648
Si	31.559	-3.67	21.742
Si	38.643	4.972	-5.096
Si	36.085	-4.789	-5.553
Si	25.116	6.243	24.592
Si	27.978	3.474	-5.809
Si	27.985	-6.378	-3.048
Si	35.986	4	-6.497
Si	24.82	0.774	-6.092
Si	31.912	4.637	25.663
Si	29.596	7.705	23.936
Si	41.171	-7.511	-2.265
Si	32.852	-0.487	-6.963
Si	23.283	-5.649	-4.488
Si	39.108	-1.344	-3.04
Si	32.338	4.986	-2.397
Si	30.867	2.263	-2.704
Si	39.788	7.416	-6.704
Si	39.352	-3.584	25.828
Si	34.312	5.976	-4.654
Si	30.973	-6.921	26.068
Si	35.301	-5.322	23.94
Si	36.831	-8.031	24.701
Si	28.838	-2.378	-6.961
Si	38.021	0.991	-4.826
Si	27.676	-8.012	-5.343
Si	31.893	-3.353	-7.286
Si	31.769	-0.232	-4.152
Si	25.068	1.928	-3.23
Si	28.821	-1.005	-3.197
Si	35.507	0.967	-6.717
Si	29.842	7.472	-7.146
Si	28.99	4.91	24.394
Si	32.732	7.932	-6.487
Si	39.321	-6.486	24.661
Si	34.084	-2.049	-2.842
Si	27.837	-3.695	-4.289
Si	25.056	3.735	-6.992
Si	32.907	2.555	23.632
Si	27.801	0.287	-5.786
Si	28.098	3.075	-3.035
Si	36.736	5.629	-2.861
Si	27.546	-2.83	23.979
Si	30.325	-4.107	24.637
Si	25.589	-4.861	-2.886
Si	41.732	0.921	24.682
Si	25.814	-0.939	25.812
Si	39.353	-0.741	24.726
Si	35.035	0.298	23.949
Si	38.489	-6.22	-7.106
Si	40.327	3.805	24.77
Si	36.683	-3.204	-3.029
Si	33.04	-5.537	-5.331
Si	42.443	-3.706	26.425
Si	37.524	2.891	-2.377
Si	32.84	-4.967	-2.374
Si	34.006	-1.296	5.362
Si	36.735	1.461	5.35
Si	33.979	4.188	5.343
Si	36.713	6.917	5.322
Si	34.017	9.613	5.335
Si	36.716	-3.989	5.319
Si	39.465	-1.273	5.314
Si	42.19	1.469	5.273
Si	39.436	4.204	5.32
Si	25.896	6.824	5.386
Si	39.443	-6.709	5.283
Si	25.924	-4.007	5.445
Si	28.582	-1.304	5.358
Si	31.259	1.43	5.334
Si	28.583	4.124	5.407
Si	31.311	6.892	5.384
Si	28.624	-6.743	5.34
Si	31.296	-4.041	5.329
Si	35.376	0.086	6.701
Si	38.107	2.82	6.694
Si	35.374	5.535	6.693
Si	38.093	-8.054	6.677
Si	35.378	-5.35	6.701
Si	38.1	-2.636	6.674
Si	40.834	0.102	6.652
Si	27.255	2.774	6.803
Si	24.554	5.493	6.81
Si	27.262	-8.106	6.722
Si	24.556	-5.373	6.813
Si	27.271	-2.644	6.788
Si	29.944	0.06	6.726
Si	32.635	2.802	6.696
Si	29.957	5.51	6.736
Si	32.684	8.249	6.725
Si	29.97	-5.392	6.726
Si	32.653	-2.669	6.707
Si	34.018	1.449	8.058
Si	36.744	4.174	8.054
Si	34.045	6.891	8.082
Si	36.749	-6.705	8.06
Si	34.028	-4.001	8.079
Si	36.752	-1.272	8.051
Si	39.48	1.452	8.037
Si	25.902	4.133	8.169
Si	39.469	6.897	8.024
Si	25.921	-6.757	8.127
Si	39.467	-4.004	8.024
Si	25.902	-1.304	8.16
Si	28.621	1.413	8.135
Si	31.32	4.16	8.098
Si	28.608	6.866	8.109
Si	31.331	-6.727	8.101
Si	28.635	-4.024	8.11
Si	31.32	-1.293	8.08
Si	32.686	0.078	9.435
Si	35.396	2.805	9.418
Si	32.693	5.524	9.447
Si	35.409	-8.071	9.439
Si	32.691	-5.364	9.459
Si	35.401	-2.633	9.427
Si	38.119	0.089	9.405
Si	24.532	2.782	9.533
Si	38.121	5.533	9.406
Si	24.551	-8.108	9.5
Si	38.118	-5.351	9.415
Si	24.536	-2.663	9.512
Si	27.258	0.066	9.505
Si	29.98	2.796	9.475
Si	27.266	5.51	9.501
Si	29.977	-8.092	9.464
Si	27.276	-5.383	9.475
Si	29.985	-2.655	9.464
Si	34.055	-1.27	10.802
Si	36.769	1.45	10.779
Si	34.064	4.169	10.8
Si	36.776	-9.433	10.792
Si	34.057	-6.72	10.816
Si	36.765	-3.992	10.79
Si	39.472	-1.283	10.762
Si	25.9	1.421	10.875
Si	23.162	4.132	10.894
Si	25.903	-9.459	10.868
Si	23.177	-6.76	10.856
Si	25.912	-4.026	10.836
Si	28.628	-1.302	10.834
Si	31.352	1.44	10.819
Si	28.629	4.15	10.853
Si	31.344	6.879	10.825
Si	28.631	-6.733	10.839
Si	31.346	-4.003	10.83
Si	35.427	0.089	12.159
Si	38.124	2.816	12.148
Si	35.426	5.528	12.167
Si	38.135	-8.074	12.155
Si	35.419	-5.353	12.168
Si	38.129	-2.637	12.156
Si	40.819	0.09	12.118
Si	27.263	2.793	12.218
Si	24.529	5.511	12.232
Si	27.267	-8.084	12.207
Si	24.542	-5.382	12.182
Si	27.269	-2.664	12.192
Si	29.991	0.074	12.17
Si	32.721	2.808	12.17
Si	29.995	5.523	12.198
Si	32.708	8.239	12.189
Si	29.991	-5.37	12.193
Si	32.705	-2.631	12.178
Si	34.09	1.461	13.532
Si	36.783	4.175	13.54
Si	34.077	6.882	13.547
Si	36.782	-6.714	13.527
Si	34.066	-3.989	13.538
Si	36.78	-1.272	13.531
Si	39.478	1.452	13.512
Si	25.896	4.151	13.578
Si	39.485	-9.435	13.53
Si	25.895	-6.719	13.551
Si	39.481	-4.011	13.522
Si	42.165	-1.284	13.472
Si	28.641	1.42	13.545
Si	31.379	4.173	13.541
Si	28.634	6.886	13.56
Si	31.356	9.602	13.557
Si	28.625	-4.019	13.553
Si	31.343	-1.269	13.539
Si	32.723	0.1	14.873
Si	35.428	2.829	14.922
Si	32.731	5.528	14.929
Si	35.437	8.251	14.904
Si	32.712	-5.343	14.912
Si	35.43	-2.638	14.903
Si	38.124	0.105	14.901
Si	40.842	2.81	14.879
Si	38.136	5.534	14.917
Si	40.828	-8.079	14.916
Si	38.133	-5.372	14.911
Si	40.832	-2.634	14.874
Si	27.288	0.047	14.903
Si	30.018	2.796	14.867
Si	27.259	5.537	14.912
Si	29.999	8.244	14.925
Si	27.253	-5.37	14.915
Si	29.98	-2.639	14.892
Si	-47.708	-1.171	-0.174
Si	-44.774	1.688	0.17
Si	-47.08	3.773	-0.197
Si	-45.127	7.091	-0.173
Si	-47.355	-7.009	-0.24
Si	-44.464	-4.429	-0.364
Si	-41.757	-1.48	-0.181
Si	-39.611	1.791	0.128
Si	-41.92	3.872	0.128
Si	-39.071	6.703	-0.114
Si	-42.134	9.78	-0.001
Si	41.782	-3.615	-0.025
Si	45.253	-1.492	-0.002
Si	47.991	1.058	-0.144
Si	44.318	4.286	-0.342
Si	47.591	6.724	-0.468
Si	44.716	-6.51	-0.227
Si	47.446	-3.73	-0.268
Si	-46.12	0.02	1.151
Si	-43.388	2.829	1.59
Si	-46.196	5.489	1.17
Si	-43.464	8.204	1.145
Si	-46.142	-5.425	1.031
Si	-43.433	-2.699	0.996
Si	-40.698	0.055	1.259
Si	43.463	2.834	1.284
Si	-40.695	5.552	1.227
Si	43.511	-8.004	1.183
Si	-40.613	-5.302	1.237
Si	43.555	-2.624	1.168
Si	46.404	0.05	1.279
Si	-48.805	2.724	1.08
Si	46.131	5.424	0.862
Si	-49.019	8.164	0.991
Si	46.308	-5.355	1.063
Si	-48.904	-2.675	1.155
Si	-47.494	1.39	2.542
Si	-44.841	4.253	2.694
Si	-47.655	6.827	2.45
Si	-44.824	9.575	2.509
Si	-47.508	-4.069	2.434
Si	-44.784	-1.382	2.468
Si	-42.049	1.331	2.743
Si	-39.442	4.237	2.774
Si	-42.116	6.872	2.554
Si	-39.304	-6.729	2.572
Si	-42.092	-3.984	2.525
Si	42.212	-1.231	2.556
Si	44.933	1.446	2.516
Si	-50.316	4.126	2.313
Si	44.924	6.862	2.41
Si	-50.274	-6.746	2.418
Si	44.898	-4.045	2.493
Si	-50.201	-1.33	2.626
Si	-48.859	0.065	3.944
Si	-46.201	2.784	3.944
Si	-48.998	5.465	3.806
Si	-46.243	8.204	3.83
Si	-48.902	-5.406	3.813
Si	-46.175	-2.705	3.85
Si	-43.489	-0.039	3.964
Si	-40.744	2.767	4.075
Si	-43.449	5.565	4.009
Si	-40.735	-8.083	3.911
Si	-43.462	-5.377	3.888
Si	-40.754	-2.657	3.962
Si	43.57	0.108	3.913
Si	-51.619	2.819	3.826
Si	43.515	5.561	3.832
Si	-51.639	8.213	3.81
Si	43.544	-5.368	3.903
Si	-51.657	-2.685	3.891
Si	-47.634	-1.307	16.209
Si	-44.904	1.408	16.256
Si	-47.605	4.139	16.238
Si	-44.893	6.863	16.297
Si	-47.603	-6.793	16.227
Si	-44.881	-4.067	16.256
Si	-42.189	-1.344	16.299
Si	42.178	1.445	16.259
Si	-42.202	4.11	16.293
Si	42.17	-9.459	16.284
Si	-42.212	-6.768	16.342
Si	42.19	-3.997	16.24
Si	44.818	-1.327	16.174
Si	-50.329	1.423	16.213
Si	44.883	4.127	16.265
Si	-50.321	6.832	16.245
Si	44.874	-6.747	16.217
Si	-50.326	-4.046	16.179
Si	-46.301	0.063	17.581
Si	-43.535	2.739	17.65
Si	-46.25	5.489	17.627
Si	-43.557	8.205	17.739
Si	-46.205	-5.481	17.59
Si	-43.551	-2.702	17.647
Si	-40.819	-0.024	17.697
Si	43.507	2.805	17.662
Si	-40.882	5.459	17.707
Si	43.557	-8.115	17.617
Si	-40.884	-5.4	17.734
Si	43.518	-2.652	17.651
Si	46.17	0.035	17.476
Si	-48.979	2.796	17.595
Si	46.259	5.464	17.633
Si	-48.97	-8.127	17.609
Si	46.206	-5.354	17.553
Si	-48.978	-2.699	17.545
Si	-47.666	1.412	18.949
Si	-44.878	4.131	18.992
Si	-47.602	6.846	19.005
Si	-44.903	-6.748	19.134
Si	-47.562	-4.087	18.845
Si	-44.945	-1.303	18.918
Si	-42.159	1.37	19.008
Si	42.159	4.165	19.096
Si	-42.207	6.824	19.11
Si	42.22	-6.705	18.942
Si	-42.246	-4.019	19.125
Si	-39.55	-1.379	19.182
Si	44.902	1.378	18.918
Si	47.629	4.132	19.034
Si	44.888	-9.521	18.994
Si	47.526	-6.738	18.883
Si	44.911	-4.006	19.003
Si	47.447	-1.378	18.809
Si	48.763	-0.004	20.087
Si	-46.288	2.775	20.3
Si	48.986	5.497	20.426
Si	-46.266	8.166	20.458
Si	48.934	-5.387	20.149
Si	-46.246	-2.732	20.236
Si	-43.57	0.022	20.286
Si	-40.876	2.724	20.462
Si	-43.554	5.462	20.479
Si	-40.828	8.189	20.445
Si	-43.588	-5.346	20.554
Si	-40.939	-2.671	20.602
Si	43.6	0.046	20.367
Si	46.286	2.676	20.303
Si	43.563	5.511	20.488
Si	46.249	-8.127	20.298
Si	43.586	-5.386	20.34
Si	46.249	-2.669	20.412
Si	49.959	-1.575	21.248
Si	-44.683	1.626	21.535
Si	50.587	4.328	21.713
Si	-45.136	6.564	21.824
Si	49.992	-6.903	21.542
Si	-44.758	-3.67	21.812
Si	-42.56	-1.403	21.859
Si	42.465	1.6	21.689
Si	-42.449	3.845	21.812
Si	42.43	7.225	21.719
Si	-41.951	-6.561	21.772
Si	-39.764	-4.331	21.824
Si	45.132	-1.074	21.784
Si	47.394	1.085	21.659
Si	44.747	3.781	21.642
Si	47.853	-9.17	21.667
Si	44.75	-6.975	21.674
Si	47.939	-3.845	21.591
Si	-44.896	7.142	-5.307
Si	-44.696	-4.556	-6.341
Si	42.323	6.099	24.385
Si	46.661	1.211	-5.602
Si	46.318	-7.746	-2.542
Si	-45.348	-1.099	25.683
Si	40.531	0.843	-6.696
Si	45.188	3.135	-7.291
Si	47.184	6.611	24.679
Si	-41.007	7.863	-2.058
Si	-48.478	1.726	-6.804
Si	44.629	-8.027	-5.204
Si	-43.535	0.078	-2.018
Si	-48.74	4.877	-2.311
Si	47.995	2.214	-2.896
Si	-43.337	5.234	-7.048
Si	-47.262	-6.819	26.133
Si	-47.489	4.577	-7.364
Si	47.52	-6.935	25.984
Si	-46.136	-5.614	23.628
Si	-43.933	-7.734	23.751
Si	48.791	6.932	-7.073
Si	-43.791	0.025	-6.751
Si	41.8	7.291	-4.558
Si	-44.413	-3.788	-3.443
Si	-47.149	1.256	-3.943
Si	42.255	3.264	-7.154
Si	44.597	-0.363	-2.715
Si	-41.646	-4.651	-4.232
Si	45.914	6.002	-6.935
Si	44.916	4.676	24.383
Si	-48.643	-5.464	-5.539
Si	-46.203	-6.947	-7.049
Si	-48.855	-2.376	-5.824
Si	46.388	-1.556	-4.632
Si	41.625	4.306	-4.486
Si	-48.524	2.299	23.831
Si	43.73	-2.779	-4.241
Si	43.333	2.341	-2.537
Si	-43.157	5.706	-1.945
Si	43.96	-3.05	23.85
Si	46.271	-5.237	23.793
Si	42.983	-4.965	-2.22
Si	-41.321	0.56	24.09
Si	41.026	-1.928	-5.298
Si	-44.307	1.759	-4.416
Si	-46.478	0.125	23.423
Si	-38.099	-7.365	26.398
Si	-42.089	3.482	24.774
Si	-46.038	-1.394	-2.637
Si	48.708	-5.635	-2.41
Si	-41.742	-4.14	-7.164
Si	-42.405	4.297	-4.445
Si	-47.477	6.188	-4.818
Si	-47.519	-1.335	5.264
Si	-44.846	1.388	5.291
Si	-47.621	4.139	5.241
Si	-44.879	6.905	5.289
Si	-47.578	9.56	5.226
Si	-44.84	-4.045	5.266
Si	-42.125	-1.347	5.359
Si	-39.371	1.409	5.413
Si	-42.147	4.134	5.372
Si	42.175	6.903	5.243
Si	-42.115	-6.735	5.28
Si	42.185	-3.991	5.262
Si	-53.003	-1.292	5.259
Si	-50.281	1.442	5.237
Si	-53.021	4.174	5.19
Si	-50.305	6.852	5.209
Si	-53.002	-6.756	5.222
Si	-50.274	-4.054	5.22
Si	-46.202	0.032	6.663
Si	-43.514	2.75	6.694
Si	-46.241	5.497	6.618
Si	-43.5	-8.081	6.66
Si	-46.222	-5.402	6.62
Si	-43.503	-2.707	6.691
Si	-40.774	0.031	6.723
Si	43.566	2.821	6.616
Si	40.835	5.547	6.648
Si	43.542	-8.076	6.617
Si	40.826	-5.355	6.637
Si	43.547	-2.639	6.634
Si	-51.642	0.075	6.614
Si	-48.948	2.786	6.64
Si	-51.673	5.514	6.594
Si	-48.942	8.203	6.599
Si	-51.642	-5.398	6.602
Si	-48.924	-2.685	6.606
Si	-47.588	1.406	8.003
Si	-44.895	4.128	8.018
Si	-47.593	6.853	7.996
Si	-44.87	-6.741	8.026
Si	-47.58	-4.041	7.996
Si	-44.858	-1.326	8.046
Si	-42.151	1.395	8.072
Si	42.196	4.169	8
Si	-42.166	6.854	8.053
Si	42.19	-6.718	8
Si	-42.148	-4.06	8.066
Si	42.189	-1.278	8.009
Si	44.91	1.437	7.985
Si	-50.318	4.153	7.986
Si	44.895	6.869	7.982
Si	-50.298	-6.757	7.984
Si	44.914	-4.024	7.978
Si	-50.286	-1.307	7.976
Si	-48.945	0.046	9.372
Si	-46.242	2.762	9.39
Si	-48.956	5.498	9.367
Si	-46.233	-8.115	9.379
Si	-48.945	-5.397	9.365
Si	-46.235	-2.686	9.393
Si	-43.514	0.032	9.43
Si	40.841	2.815	9.388
Si	-43.531	5.478	9.403
Si	40.835	-8.071	9.387
Si	-43.521	-5.407	9.425
Si	40.829	-2.639	9.383
Si	43.549	0.082	9.368
Si	46.258	2.79	9.367
Si	43.546	5.521	9.376
Si	46.255	-8.103	9.361
Si	43.552	-5.367	9.369
Si	46.267	-2.661	9.353
Si	-47.596	-1.317	10.755
Si	-44.886	1.403	10.777
Si	-47.607	4.129	10.746
Si	-44.888	-9.479	10.767
Si	-47.594	-6.755	10.748
Si	-44.883	-4.041	10.78
Si	-42.172	-1.336	10.811
Si	42.191	1.44	10.748
Si	39.483	4.17	10.77
Si	42.188	-9.442	10.755
Si	39.48	-6.719	10.769
Si	42.188	-4.009	10.744
Si	44.902	-1.297	10.725
Si	-50.309	1.417	10.734
Si	44.899	4.15	10.742
Si	-50.315	6.854	10.741
Si	44.897	-6.744	10.739
Si	-50.305	-4.03	10.733
Si	-46.242	0.036	12.139
Si	-43.539	2.756	12.168
Si	-46.248	5.477	12.126
Si	-43.535	-8.136	12.163
Si	-46.242	-5.405	12.136
Si	-43.533	-2.695	12.172
Si	-40.83	0.015	12.201
Si	43.544	2.797	12.119
Si	40.837	5.528	12.144
Si	43.54	-8.09	12.133
Si	40.834	-5.361	12.134
Si	43.539	-2.646	12.108
Si	-51.674	0.063	12.103
Si	-48.962	2.773	12.118
Si	-51.674	5.504	12.122
Si	-48.953	8.203	12.113
Si	-51.664	-5.39	12.105
Si	-48.958	-2.675	12.122
Si	-47.601	1.414	13.488
Si	-44.896	4.133	13.522
Si	-47.604	6.836	13.491
Si	-44.893	-6.769	13.517
Si	-47.601	-4.04	13.497
Si	-44.894	-1.328	13.528
Si	-42.195	1.385	13.551
Si	42.198	4.158	13.502
Si	-42.191	-9.486	13.564
Si	42.173	-6.734	13.507
Si	-42.18	-4.06	13.553
Si	-39.486	-1.351	13.584
Si	-53.033	1.42	13.481
Si	-50.324	4.134	13.488
Si	-53.032	6.859	13.506
Si	-50.313	9.558	13.479
Si	-53.032	-4.03	13.466
Si	-50.328	-1.303	13.474
Si	-48.974	0.062	14.84
Si	-46.253	2.769	14.876
Si	-48.965	5.486	14.861
Si	-46.243	8.178	14.872
Si	-48.953	-5.417	14.85
Si	-46.251	-2.694	14.889
Si	-43.544	0.022	14.917
Si	-40.848	2.726	14.948
Si	-43.551	5.482	14.925
Si	-40.854	-8.141	14.975
Si	-43.533	-5.43	14.904
Si	-40.835	-2.712	14.948
Si	43.498	0.079	14.841
Si	-51.691	2.782	14.858
Si	43.534	5.507	14.899
Si	-51.666	8.212	14.869
Si	43.529	-5.371	14.857
Si	-51.691	-2.669	14.834
Si	-31.26	-1.006	0.082
Si	-28.566	1.836	0.428
Si	-30.925	3.892	0.437
Si	-28.745	6.977	0.24
Si	-30.701	-6.902	-0.026
Si	-28.128	-4.35	0.46
Si	-25.505	-1.792	0.152
Si	-23.402	1.577	0.359
Si	-25.6	3.775	0.507
Si	-22.784	6.525	0.444
Si	-25.945	9.822	0.308
Si	-39.49	-3.679	-0.114
Si	-36.351	-1.566	0.115
Si	-33.547	1.156	0.051
Si	-37.038	4.297	-0.036
Si	-34.099	7.028	0.097
Si	-36.211	-6.948	-0.141
Si	-34.024	-3.687	-0.03
Si	-29.736	0.077	1.479
Si	-27.108	2.759	1.919
Si	-29.83	5.498	1.678
Si	-27.124	8.148	1.505
Si	-29.766	-5.506	1.601
Si	-26.972	-2.791	1.679
Si	-24.483	-0.132	1.489
Si	-38.077	2.87	1.502
Si	-24.414	5.394	1.673
Si	-37.911	-8.034	1.171
Si	-24.315	-5.434	1.577
Si	-37.965	-2.679	1.367
Si	-35.209	0.069	1.336
Si	-32.516	2.644	1.552
Si	-35.311	5.384	1.256
Si	-32.467	8.28	1.251
Si	-35.165	-5.35	1.241
Si	-32.455	-2.623	1.35
Si	-31.149	1.325	2.92
Si	-28.497	4.178	3.096
Si	-31.28	6.896	2.824
Si	-28.465	9.437	2.962
Si	-31.207	-4.063	2.764
Si	-28.456	-1.379	2.844
Si	-25.792	1.189	3.001
Si	-23.151	4.021	3.106
Si	-25.813	6.788	2.919
Si	-23.086	-6.884	2.975
Si	-25.66	-4.152	3.032
Si	-39.336	-1.273	2.665
Si	-36.63	1.422	2.68
Si	-33.969	4.076	2.718
Si	-36.648	6.835	2.613
Si	-33.855	-6.725	2.655
Si	-36.622	-4.108	2.659
Si	-33.882	-1.321	2.745
Si	-32.568	-0.024	4.202
Si	-29.879	2.725	4.306
Si	-32.643	5.463	4.11
Si	-29.9	8.141	4.269
Si	-32.582	-5.408	4.121
Si	-29.859	-2.74	4.165
Si	-27.182	-0.095	4.331
Si	-24.488	2.593	4.371
Si	-27.125	5.491	4.385
Si	-24.475	-8.209	4.315
Si	-27.121	-5.499	4.303
Si	-24.339	-2.749	4.309
Si	-37.993	0.061	4.045
Si	-35.314	2.746	4.103
Si	-38.018	5.551	4.07
Si	-35.27	8.193	3.987
Si	-37.994	-5.433	4.025
Si	-35.293	-2.713	4.043
Si	-31.396	-1.419	16.398
Si	-28.663	1.28	16.417
Si	-31.391	4.01	16.408
Si	-28.609	6.737	16.462
Si	-31.34	-6.853	16.392
Si	-28.618	-4.175	16.426
Si	-25.909	-1.514	16.422
Si	-39.499	1.355	16.329
Si	-25.897	3.971	16.455
Si	-39.506	-9.518	16.349
Si	-25.916	-6.9	16.486
Si	-39.512	-4.065	16.368
Si	-36.829	-1.396	16.37
Si	-34.108	1.312	16.397
Si	-36.824	4.038	16.361
Si	-34.096	6.745	16.382
Si	-36.819	-6.814	16.356
Si	-34.091	-4.116	16.388
Si	-30.052	-0.062	17.757
Si	-27.263	2.592	17.769
Si	-30.011	5.362	17.74
Si	-27.251	8.073	17.883
Si	-29.94	-5.556	17.778
Si	-27.276	-2.829	17.804
Si	-24.518	-0.209	17.764
Si	-38.189	2.702	17.747
Si	-24.554	5.31	17.851
Si	-38.133	-8.194	17.733
Si	-24.546	-5.575	17.859
Si	-38.179	-2.724	17.789
Si	-35.476	-0.064	17.736
Si	-32.755	2.656	17.782
Si	-35.46	5.367	17.73
Si	-32.735	-8.193	17.709
Si	-35.5	-5.438	17.728
Si	-32.737	-2.776	17.77
Si	-31.436	1.251	19.144
Si	-28.657	3.967	19.074
Si	-31.357	6.779	19.054
Si	-28.604	-6.869	19.251
Si	-31.289	-4.147	19.049
Si	-28.668	-1.411	19.083
Si	-25.904	1.132	19.051
Si	-39.549	4.107	19.096
Si	-25.9	6.672	19.238
Si	-39.496	-6.795	19.045
Si	-25.911	-4.161	19.21
Si	-23.195	-1.526	19.218
Si	-36.861	1.273	19.092
Si	-34.138	4.009	19.132
Si	-36.784	-9.598	19.108
Si	-34.142	-6.833	19.017
Si	-36.809	-4.074	19.163
Si	-34.156	-1.442	19.129
Si	-32.81	-0.11	20.511
Si	-30.007	2.582	20.423
Si	-32.732	5.419	20.377
Si	-30.027	8.079	20.534
Si	-32.75	-5.463	20.285
Si	-29.965	-2.779	20.446
Si	-27.298	-0.117	20.476
Si	-24.534	2.438	20.378
Si	-27.355	5.321	20.505
Si	-24.424	7.924	20.592
Si	-27.218	-5.518	20.637
Si	-24.584	-2.795	20.641
Si	-38.197	-0.042	20.564
Si	-35.497	2.592	20.463
Si	-38.178	5.409	20.504
Si	-35.394	-8.236	20.435
Si	-38.179	-5.451	20.465
Si	-35.493	-2.745	20.612
Si	-31.583	-1.688	21.757
Si	-28.464	1.438	21.793
Si	-31.205	4.175	21.603
Si	-29.009	6.38	21.841
Si	-31.668	-6.972	21.663
Si	-28.345	-3.795	21.828
Si	-26.164	-1.54	21.967
Si	-39.356	1.566	21.839
Si	-26.187	3.582	21.523
Si	-39.235	7.092	21.8
Si	-25.538	-6.745	21.802
Si	-23.378	-4.531	21.673
Si	-36.705	-1.198	22.002
Si	-34.441	0.982	21.838
Si	-37.082	3.726	21.745
Si	-33.746	-9.308	21.766
Si	-36.949	-7.042	21.689
Si	-33.767	-3.927	21.715
Si	-28.421	5.848	-5.709
Si	-26.389	-4.966	26.273
Si	-39.034	6.604	24.74
Si	-34.457	1.426	-5.496
Si	-36.219	-5.908	-3.171
Si	-29.955	1.582	-6.357
Si	-40.754	0.331	-5.863
Si	-36.306	3.166	-7.198
Si	-34.326	6.481	24.762
Si	-24.669	7.859	-1.539
Si	-32.234	-0.162	-6.931
Si	-35.809	-7.681	-5.674
Si	-26.89	-1.108	-2.653
Si	-32.611	5.263	-1.923
Si	-33.526	2.493	-2.685
Si	-23.032	5.289	24.858
Si	-32.225	-4.954	-7.258
Si	-27.468	4.197	26.151
Si	-35.085	-7.144	26.108
Si	-29.884	-5.626	23.731
Si	-28.719	8.06	24.394
Si	-32.515	5.708	-6.447
Si	-26.606	4.142	-4.054
Si	-42.238	-7.653	-4.715
Si	-33.354	-2.702	-5.484
Si	-30.578	2.262	-3.406
Si	-39.904	2.82	-4.374
Si	-37.007	-0.402	-2.678
Si	-28.33	-5.213	-4.898
Si	-35.646	5.898	-6.745
Si	-36.63	4.539	24.636
Si	-32.867	-7.761	-6.879
Si	-26.03	-7.442	24.714
Si	-30.641	-5.244	-2.839
Si	-35.933	-1.263	-5.152
Si	-39.19	2.487	-7.18
Si	-32.532	2.375	23.848
Si	-38.733	-1.544	-4.655
Si	-37.727	2.269	-2.184
Si	-26.807	5.674	-1.544
Si	-37.877	-3.176	24.072
Si	-35.519	-5.282	23.831
Si	-38.876	-4.311	-3.086
Si	-24.724	0.391	24.082
Si	-46.136	-1.994	-6.637
Si	-27.384	0.135	-6.728
Si	-30.306	0.142	23.992
Si	-25.455	-6.017	-5.792
Si	-25.404	3.494	24.248
Si	-29.475	-2.627	-1.879
Si	-33.405	-4.371	-3.04
Si	-24.869	-3.191	-7.09
Si	-27.898	1.695	-2.421
Si	-30.769	5.258	-4.057
Si	-31.236	-1.406	5.549
Si	-28.539	1.32	5.637
Si	-31.311	4.097	5.545
Si	-28.569	6.797	5.668
Si	-31.269	9.546	5.542
Si	-28.533	-4.11	5.571
Si	-25.793	-1.449	5.649
Si	-23.114	1.254	5.706
Si	-25.837	4.01	5.682
Si	-39.42	6.893	5.372
Si	-25.826	-6.871	5.685
Si	-39.402	-4.048	5.33
Si	-36.673	-1.349	5.399
Si	-33.974	1.368	5.485
Si	-36.695	4.127	5.426
Si	-33.997	6.828	5.45
Si	-36.656	-6.8	5.388
Si	-33.974	-4.069	5.46
Si	-29.921	-0.047	6.946
Si	-27.214	2.667	7.019
Si	-29.949	5.406	6.953
Si	-27.214	-8.196	7.032
Si	-29.916	-5.452	6.929
Si	-27.188	-2.792	6.976
Si	-24.492	-0.088	7.043
Si	-38.046	2.762	6.794
Si	-40.776	5.496	6.722
Si	-38.054	-8.117	6.763
Si	-40.773	-5.403	6.696
Si	-38.065	-2.705	6.741
Si	-35.349	-0.004	6.814
Si	-32.657	2.719	6.888
Si	-35.355	5.467	6.816
Si	-32.649	8.161	6.857
Si	-35.344	-5.44	6.799
Si	-32.631	-2.75	6.875
Si	-31.31	1.333	8.256
Si	-28.608	4.03	8.324
Si	-31.32	6.792	8.261
Si	-28.595	-6.823	8.328
Si	-31.3	-4.107	8.269
Si	-28.568	-1.416	8.308
Si	-25.863	1.288	8.368
Si	-39.441	4.124	8.116
Si	-25.873	6.718	8.363
Si	-39.435	-6.76	8.1
Si	-25.851	-4.164	8.342
Si	-39.436	-1.344	8.1
Si	-36.719	1.368	8.16
Si	-34.03	4.09	8.213
Si	-36.736	6.82	8.158
Si	-34.021	-6.803	8.204
Si	-36.73	-4.075	8.134
Si	-34.011	-1.372	8.199
Si	-32.677	-0.029	9.596
Si	-29.972	2.665	9.656
Si	-32.683	5.425	9.606
Si	-29.966	-8.198	9.651
Si	-32.675	-5.47	9.603
Si	-29.95	-2.766	9.649
Si	-27.237	-0.072	9.7
Si	-40.81	2.752	9.459
Si	-27.248	5.367	9.698
Si	-40.809	-8.13	9.448
Si	-27.228	-5.503	9.695
Si	-40.806	-2.702	9.455
Si	-38.099	0.006	9.497
Si	-35.389	2.717	9.555
Si	-38.1	5.461	9.513
Si	-35.39	-8.162	9.554
Si	-38.094	-5.425	9.501
Si	-35.388	-2.735	9.536
Si	-31.334	-1.399	10.975
Si	-28.621	1.297	11.025
Si	-31.341	4.046	10.98
Si	-28.618	-9.575	11.019
Si	-31.339	-6.838	10.987
Si	-28.608	-4.138	11.023
Si	-25.897	-1.448	11.066
Si	-39.47	1.376	10.841
Si	-42.184	4.119	10.802
Si	-39.475	-9.493	10.85
Si	-42.176	-6.773	10.805
Si	-39.465	-4.064	10.846
Si	-36.761	-1.367	10.878
Si	-34.049	1.341	10.929
Si	-36.765	4.083	10.892
Si	-34.055	6.787	10.945
Si	-36.764	-6.797	10.895
Si	-34.055	-4.101	10.933
Si	-29.988	-0.065	12.364
Si	-27.267	2.639	12.401
Si	-29.983	5.382	12.361
Si	-27.25	-8.243	12.391
Si	-29.98	-5.499	12.361
Si	-27.26	-2.807	12.409
Si	-24.536	-0.11	12.431
Si	-38.128	2.717	12.239
Si	-40.838	5.461	12.203
Si	-38.133	-8.154	12.252
Si	-40.829	-5.427	12.195
Si	-38.121	-2.722	12.24
Si	-35.419	-0.023	12.269
Si	-32.71	2.683	12.319
Si	-35.426	5.424	12.288
Si	-32.7	8.121	12.336
Si	-35.417	-5.46	12.29
Si	-32.707	-2.756	12.319
Si	-31.364	1.311	13.689
Si	-28.63	4.021	13.736
Si	-31.349	6.745	13.705
Si	-28.624	-6.874	13.719
Si	-31.356	-4.126	13.69
Si	-28.642	-1.442	13.734
Si	-25.919	1.257	13.755
Si	-39.495	4.086	13.584
Si	-25.894	-9.609	13.76
Si	-39.503	-6.787	13.599
Si	-25.891	-4.194	13.744
Si	-23.171	-1.486	13.775
Si	-36.784	1.342	13.615
Si	-34.086	4.044	13.659
Si	-36.794	6.792	13.634
Si	-34.07	9.49	13.671
Si	-36.791	-4.095	13.633
Si	-34.086	-1.389	13.658
Si	-32.737	-0.042	15.036
Si	-30.011	2.656	15.061
Si	-32.732	5.382	15.036
Si	-29.975	8.084	15.073
Si	-32.713	-5.48	15.045
Si	-30.006	-2.8	15.085
Si	-27.28	-0.107	15.102
Si	-24.547	2.598	15.106
Si	-27.257	5.358	15.111
Si	-24.538	-8.275	15.148
Si	-27.256	-5.545	15.092
Si	-24.521	-2.872	15.113
Si	-38.141	-0.011	14.976
Si	-35.448	2.681	15.014
Si	-38.158	5.426	14.987
Si	-35.441	8.134	15.02
Si	-38.168	-5.441	14.994
Si	-35.447	-2.75	15.018
Si	-15.375	-1.361	0.723
Si	-12.561	1.356	0.272
Si	-14.734	3.658	0.241
Si	-12.578	6.989	0.247
Si	-14.924	9.053	0.379
Si	-12.174	-4.379	0.185
Si	-9.246	-1.746	0.077
Si	-7.286	1.729	0.183
Si	-9.656	3.67	0.604
Si	-6.965	6.261	0.264
Si	-9.919	-6.541	0.374
Si	-23.174	-3.902	0.139
Si	-19.916	-1.465	0.019
Si	-17.309	0.935	0.611
Si	-20.905	4.048	0.18
Si	-18.08	6.767	0.326
Si	-20.228	-7.323	0.516
Si	-17.831	-3.865	0.064
Si	-13.695	-0.112	1.701
Si	-11.074	2.37	1.801
Si	-13.627	5.287	1.526
Si	-11.027	8.112	1.585
Si	-13.753	10.763	1.518
Si	-10.969	-2.778	1.425
Si	-8.234	-0.079	1.392
Si	-21.875	2.635	1.748
Si	-8.375	5.235	1.778
Si	-21.671	-8.406	1.919
Si	-8.357	-5.572	1.798
Si	-21.629	-2.633	1.347
Si	-19.021	-0.123	1.724
Si	-16.177	2.571	1.751
Si	-19.182	5.122	1.529
Si	-16.441	7.869	1.659
Si	-18.968	-5.546	1.39
Si	-16.597	-2.897	1.854
Si	-14.928	1.231	3.156
Si	-12.322	3.954	2.991
Si	-15.029	6.552	2.968
Si	-12.381	9.453	2.954
Si	-15.055	-4.242	2.97
Si	-12.278	-1.502	2.916
Si	-9.586	1.063	2.982
Si	-6.943	3.939	3.071
Si	-9.67	6.745	2.964
Si	-6.886	-6.999	2.888
Si	-9.681	-4.084	2.978
Si	-23.023	-1.404	2.845
Si	-20.422	1.27	2.977
Si	-17.708	3.909	2.922
Si	-20.346	6.481	3.121
Si	-17.698	-6.904	2.906
Si	-20.375	-4.151	2.76
Si	-17.841	-1.496	3.191
Si	-16.363	-0.135	4.417
Si	-13.611	2.63	4.441
Si	-16.386	5.257	4.342
Si	-13.692	8.009	4.287
Si	-16.362	-5.614	4.34
Si	-13.655	-2.866	4.274
Si	-10.932	-0.224	4.359
Si	-8.279	2.512	4.327
Si	-10.964	5.33	4.318
Si	-8.24	8.037	4.294
Si	-10.997	10.803	4.307
Si	-8.213	-2.763	4.234
Si	-21.768	-0.088	4.323
Si	-19.042	2.587	4.334
Si	-21.767	5.277	4.486
Si	-19.02	8.024	4.31
Si	-21.704	-5.492	4.237
Si	-19.18	-2.909	4.395
Si	-15.008	-1.498	16.474
Si	-12.246	1.227	16.485
Si	-14.989	3.892	16.464
Si	-12.229	6.656	16.464
Si	-14.985	9.375	16.433
Si	-12.232	12.109	16.443
Si	-9.489	-1.475	16.492
Si	-23.19	1.223	16.453
Si	-9.509	3.939	16.455
Si	-23.177	-9.681	16.475
Si	-9.529	9.369	16.426
Si	-23.17	-4.23	16.503
Si	-20.468	-1.532	16.479
Si	-17.702	1.202	16.485
Si	-20.452	3.932	16.46
Si	-17.736	6.643	16.448
Si	-20.441	-6.958	16.484
Si	-17.712	-4.23	16.482
Si	-13.682	-0.098	17.808
Si	-10.854	2.573	17.831
Si	-13.597	5.248	17.759
Si	-10.869	8.021	17.832
Si	-13.581	10.708	17.755
Si	-10.884	-2.845	17.805
Si	-8.11	-0.13	17.872
Si	-21.841	2.596	17.796
Si	-8.156	5.325	17.778
Si	-21.755	-8.387	17.812
Si	-8.177	-5.567	17.731
Si	-21.812	-2.886	17.879
Si	-19.071	-0.194	17.787
Si	-16.345	2.55	17.865
Si	-19.072	5.265	17.815
Si	-16.398	8.044	17.755
Si	-19.093	-5.577	17.829
Si	-16.345	-2.88	17.836
Si	-15.028	1.19	19.273
Si	-12.28	3.879	19.162
Si	-15.013	6.64	18.985
Si	-12.249	9.389	19.165
Si	-14.929	12.037	19.102
Si	-12.308	-1.463	19.084
Si	-9.465	1.239	19.208
Si	-23.175	3.953	19.197
Si	-9.54	6.6	19.164
Si	-23.164	-7.063	19.098
Si	-9.539	-4.26	19.13
Si	-6.755	-1.44	19.311
Si	-20.471	1.175	19.057
Si	-17.731	3.914	19.186
Si	-20.391	-9.734	19.224
Si	-17.759	9.366	19.17
Si	-20.43	-4.243	19.236
Si	-17.742	-1.543	19.194
Si	-16.417	-0.202	20.607
Si	-13.641	2.558	20.603
Si	-16.33	5.347	20.41
Si	-13.671	7.954	20.35
Si	-16.322	10.711	20.443
Si	-13.602	-2.88	20.43
Si	-10.949	-0.129	20.435
Si	-8.149	2.694	20.577
Si	-10.938	5.25	20.527
Si	-8.074	7.953	20.368
Si	-10.914	-5.578	20.565
Si	-8.173	-2.926	20.515
Si	-21.76	-0.174	20.48
Si	-19.132	2.486	20.432
Si	-21.742	5.231	20.617
Si	-19.048	7.972	20.594
Si	-21.821	-5.711	20.424
Si	-19.067	-2.895	20.635
Si	-15.214	-1.856	21.773
Si	-12.055	1.355	21.876
Si	-14.809	4.245	21.765
Si	-12.594	6.402	21.704
Si	-15.17	9.114	21.688
Si	-12.019	-3.883	21.842
Si	-9.789	-1.714	21.652
Si	-22.934	1.354	21.774
Si	-9.85	3.669	21.887
Si	-22.813	6.784	22.012
Si	-9.272	9.439	21.63
Si	-7.169	-4.553	21.919
Si	-20.243	-1.275	21.91
Si	-18.074	0.962	21.832
Si	-20.656	3.524	21.851
Si	-17.351	6.886	21.845
Si	-20.68	9.106	21.848
Si	-17.402	12.239	21.835
Si	-15.384	6.77	-3.758
Si	-8.98	-6.29	-5.026
Si	-26.748	7.839	-7.247
Si	-17.438	0.178	-6.958
Si	-19.23	-6.602	-3.323
Si	-11.919	-1.322	-5.074
Si	-25.044	-0.163	-4.653
Si	-19.27	2.623	-6.985
Si	-17.966	6.247	24.811
Si	-8.625	6.227	-2.447
Si	-14.532	0.239	-5.883
Si	-20.882	7.94	-5.209
Si	-8.156	-1.748	-2.732
Si	-16.789	4.891	-1.897
Si	-17.496	2.058	-2.121
Si	-9.598	7.246	-6.418
Si	-14.783	-6.204	26.422
Si	-10.11	4.068	24.809
Si	-17.716	-7.142	25.944
Si	-13.214	-5.831	23.793
Si	-11.061	-8.056	23.718
Si	-16.718	7.476	-6.481
Si	-12.206	5.512	-6.469
Si	-23.43	-7.459	-3.918
Si	-18.262	-4.221	-5.083
Si	-14.686	1.91	-3.374
Si	-23.946	2.575	-4.238
Si	-19.744	0.156	-2.82
Si	-6.496	-4.21	-2.361
Si	-19.302	5.701	-6.627
Si	-20.135	4.07	24.835
Si	-11.491	6.396	25.833
Si	-7.286	-3.447	24.887
Si	-16.3	-4.155	-2.812
Si	-19.699	-1.546	-5.499
Si	-22.323	1.933	-6.947
Si	-16.173	2.367	23.702
Si	-22.723	-1.015	-6.379
Si	-21.84	2.186	-2.087
Si	-11.241	5.09	-1.693
Si	-21.478	-3.255	23.898
Si	-19.214	-5.399	23.994
Si	-21.682	-5.88	-1.758
Si	-8.715	-0.953	24.36
Si	-27.715	-2.698	-6.215
Si	-9.96	1.305	25.788
Si	-14.085	0.145	23.75
Si	-6.373	-7.364	-5.835
Si	-7.14	1.297	25.037
Si	-13.966	-2.727	-1.588
Si	-16.318	-6.982	-2.339
Si	-10.382	-3.732	-6.092
Si	-12.546	-0.054	-2.352
Si	-13.281	4.587	-3.852
Si	-14.979	-1.516	5.689
Si	-12.238	1.217	5.7
Si	-15.027	3.945	5.74
Si	-12.318	6.682	5.666
Si	-15.013	9.354	5.691
Si	-12.326	-4.196	5.688
Si	-9.544	-1.513	5.701
Si	-6.836	1.214	5.62
Si	-9.594	3.944	5.648
Si	-23.138	6.73	5.697
Si	-9.589	9.432	5.619
Si	-23.051	-4.162	5.656
Si	-20.479	-1.487	5.714
Si	-17.719	1.239	5.731
Si	-20.385	3.911	5.753
Si	-17.676	6.682	5.693
Si	-20.402	-6.907	5.622
Si	-17.728	-4.238	5.68
Si	-13.622	-0.141	7.033
Si	-10.905	2.592	7.047
Si	-13.653	5.327	7.049
Si	-10.924	8.046	6.986
Si	-13.655	10.736	7.03
Si	-10.921	-2.868	7.031
Si	-8.18	-0.126	7.009
Si	-21.76	2.576	7.086
Si	-24.484	5.355	7.042
Si	-21.77	8.09	7.017
Si	-24.455	-5.506	6.999
Si	-21.79	-2.828	7.093
Si	-19.081	-0.141	7.048
Si	-16.365	2.587	7.089
Si	-19.046	5.329	7.051
Si	-16.342	8.015	7.075
Si	-19.066	-5.59	7.04
Si	-16.355	-2.874	7.026
Si	-14.981	1.216	8.394
Si	-12.277	3.955	8.378
Si	-14.983	6.671	8.427
Si	-12.266	9.392	8.37
Si	-15.001	-4.226	8.39
Si	-12.258	-1.491	8.385
Si	-9.523	1.239	8.372
Si	-23.132	3.977	8.389
Si	-9.551	6.679	8.326
Si	-23.134	9.437	8.371
Si	-9.544	-4.214	8.362
Si	-23.165	-1.465	8.411
Si	-20.421	1.21	8.428
Si	-17.71	3.965	8.422
Si	-20.428	6.697	8.373
Si	-17.713	-6.939	8.403
Si	-20.411	-4.209	8.395
Si	-17.703	-1.501	8.381
Si	-16.343	-0.142	9.736
Si	-13.621	2.585	9.734
Si	-16.343	5.308	9.768
Si	-13.61	8.038	9.745
Si	-16.354	-5.578	9.749
Si	-13.624	-2.86	9.727
Si	-10.888	-0.125	9.721
Si	-24.509	2.63	9.734
Si	-10.894	5.319	9.705
Si	-24.507	8.07	9.707
Si	-10.897	-5.573	9.719
Si	-24.529	-2.823	9.741
Si	-21.799	-0.13	9.766
Si	-19.068	2.591	9.758
Si	-21.782	5.337	9.735
Si	-19.074	8.029	9.75
Si	-21.784	-5.55	9.744
Si	-19.059	-2.851	9.744
Si	-14.979	-1.5	11.083
Si	-12.247	1.232	11.076
Si	-14.977	3.937	11.094
Si	-12.242	6.67	11.077
Si	-14.982	9.387	11.091
Si	-12.251	-4.21	11.076
Si	-9.527	-1.483	11.069
Si	-23.166	1.247	11.089
Si	-25.896	3.995	11.057
Si	-23.164	6.696	11.067
Si	-25.882	-6.891	11.043
Si	-23.159	-4.192	11.081
Si	-20.432	-1.501	11.094
Si	-17.701	1.22	11.09
Si	-20.437	3.958	11.089
Si	-17.713	6.668	11.102
Si	-20.439	9.393	11.091
Si	-17.709	-4.214	11.097
Si	-13.604	-0.14	12.422
Si	-10.876	2.597	12.415
Si	-13.606	5.303	12.424
Si	-10.87	8.031	12.416
Si	-13.617	10.752	12.427
Si	-10.883	-2.848	12.425
Si	-8.153	-0.112	12.399
Si	-21.798	2.594	12.435
Si	-24.532	5.341	12.416
Si	-21.812	8.039	12.433
Si	-24.524	-5.559	12.415
Si	-21.798	-2.852	12.443
Si	-19.072	-0.137	12.434
Si	-16.338	2.574	12.44
Si	-19.076	5.305	12.445
Si	-16.34	8.021	12.442
Si	-19.076	-5.576	12.439
Si	-16.346	-2.85	12.436
Si	-14.969	1.208	13.774
Si	-12.239	3.951	13.771
Si	-14.978	6.645	13.779
Si	-12.251	9.382	13.759
Si	-14.976	-4.203	13.776
Si	-12.24	-1.489	13.783
Si	-9.517	1.233	13.766
Si	-23.179	3.953	13.757
Si	-9.493	6.672	13.754
Si	-23.18	-6.925	13.784
Si	-9.5	12.122	13.766
Si	-6.777	-1.454	13.748
Si	-20.435	1.221	13.782
Si	-17.712	3.931	13.781
Si	-20.457	6.667	13.774
Si	-17.709	9.383	13.779
Si	-20.448	-4.231	13.791
Si	-17.724	-1.504	13.786
Si	-16.351	-0.142	15.115
Si	-13.6	2.572	15.111
Si	-16.346	5.28	15.128
Si	-13.606	8.007	15.112
Si	-16.344	-5.566	15.112
Si	-13.616	-2.843	15.128
Si	-10.872	-0.13	15.137
Si	-8.141	2.589	15.108
Si	-10.859	5.313	15.106
Si	-8.125	8.039	15.097
Si	-10.88	10.747	15.09
Si	-8.132	-2.816	15.111
Si	-21.805	-0.137	15.127
Si	-19.069	2.57	15.137
Si	-21.818	5.294	15.113
Si	-19.086	8.02	15.112
Si	-21.813	-5.59	15.146
Si	-19.086	-2.876	15.134
O	-1.536	-4.643	23.259
O	2.376	-6.456	22.496
O	1.758	7.303	-5.444
O	10.178	-0.765	-2.886
O	6.208	4.968	-0.418
O	-6.627	1.547	-1.297
O	-4.5	-0.905	-1.074
O	6.089	-6.534	-3.891
O	-4.493	-1.585	23.261
O	-1.147	-6.606	-6.576
O	-3.379	4.478	23.073
O	1.472	-1.756	-7.234
O	5.503	2.64	22.249
O	-5.867	-5.444	-3.218
O	6.403	-7.223	22.73
O	-2.352	-4.258	-7.144
O	1.092	4.884	-1.244
O	-2.825	-2.771	-0.276
O	0.346	2.927	25.41
O	0.982	3.715	23.005
O	3.825	-4.432	23.194
O	-5.249	2.778	22.274
O	4.09	1.343	-1.522
O	-1.603	1.56	-1.468
O	8.032	-2.698	-0.572
O	-5.81	1.8	25.75
O	4.264	-5.626	-5.573
O	-3.631	3.21	25.4
O	-3.879	-3.924	24.186
O	6.426	1.594	-5.536
O	8.811	0.96	-4.405
O	4.304	-6.795	24.271
O	2.525	2.836	-0.304
O	-4.629	3.283	-1.396
O	6.915	4.529	23.311
O	3.506	-3.879	-1.015
O	10.775	5.316	-0.445
O	-0.72	6.662	-6.079
O	-0.275	-0.187	-5.927
O	-1.802	7.927	24.804
O	8.701	6.73	-1.278
O	-3.624	-6.086	22.674
O	-0.945	1.915	23.245
O	-0.764	6.179	23.275
O	8.507	-5.869	-3.08
O	-1.139	6.255	-1.423
O	-8.125	-0.358	-6.503
O	-0.273	-5.281	-4.42
O	6.324	1.275	-2.668
O	2.646	-8.076	-0.485
O	3.05	-0.137	25.341
O	2.774	5.443	22.171
O	-2.843	8.014	-0.379
O	-4.816	-6.952	-5.722
O	-1.127	-2.942	-5.179
O	-6.902	-4.896	-0.947
O	8.953	0.992	22.968
O	5.81	-3.116	-4.787
O	6.069	-0.971	-1.227
O	2.96	-4.01	-7.205
O	3.795	-7.852	-4.131
O	-2.209	5.362	25.273
O	1.078	-5.714	-0.668
O	-3.422	0.768	26.186
O	2.226	4.244	-6.233
O	-6.436	3.204	-3.442
O	0.28	-8.103	22.154
O	-0.816	3.842	-2.573
O	-0.415	1.482	-3.842
O	-4.816	1.262	-3.146
O	-2.959	-6.16	25.093
O	-4.866	5.477	24.982
O	-5.387	-8.011	21.849
O	2.821	3.525	26.28
O	2.043	-1.198	23.134
O	5.041	3.737	-2.368
O	-5.664	-0.76	-5.78
O	4.445	7.296	22.898
O	-4.329	-1.492	-3.682
O	-6.594	6.648	23.336
O	5.367	-5.488	-0.278
O	10.049	-3.204	-6.967
O	3.823	-5.524	-3.011
O	6.138	7.687	24.83
O	5.088	-0.779	-3.734
O	1.503	1.265	23.745
O	-2.553	-6.691	-4.418
O	4.091	1.369	-6.719
O	3.923	0.686	23.025
O	-3.429	-2.051	-6.115
O	9.002	5.013	24.813
O	-4.542	-7.874	-3.34
O	1.52	-4.278	-2.681
O	-7.264	2.784	-5.999
O	-3.394	0.431	-5.171
O	7.769	-1.354	23
O	-13.6	6.319	-6.646
O	6.754	5.06	26.019
O	8.243	-5.47	22.033
O	0.298	5.981	-3.624
O	7.957	7.959	-3.501
O	1.549	-3.258	-5.08
O	6.869	-1.767	-6.683
O	6.933	0.387	24.645
O	7.665	2.768	25.134
O	-4.712	2.754	-5.35
O	-2.629	0.046	22.384
O	7.994	2.886	-0.296
O	1.154	-2.748	-0.753
O	5.604	-2.75	22.248
O	-3.531	-1.82	25.724
O	-0.102	-0.318	-0.396
O	-2.717	2.596	-3.679
O	9.451	-0.492	25.018
O	11.978	-1.034	26.14
O	0.153	-2.839	22.32
O	0.124	6.477	25.884
O	4.251	6.246	-1.457
O	-1.525	2.18	-6.177
O	5.132	2.259	25.625
O	9.103	5.651	-3.627
O	10.185	-3.837	22.67
O	-15.775	7.35	-5.194
O	4.875	3.719	-5.942
O	6.922	-7.183	-1.438
O	3.671	-1.883	-5.748
O	-25.42	-3.671	26.323
O	3.657	-2.877	-3.343
O	-2.312	4.715	-6.372
O	14.889	-4.689	22.817
O	17.896	-5.828	22.807
O	16.903	4.791	-5.516
O	22.653	-2.455	-3.235
O	22.108	4.528	-0.657
O	9.992	1.667	-1.351
O	12.515	-1.123	-4.075
O	18.246	-3.827	-2.703
O	11.699	-1.676	22.916
O	17.012	-6.315	-6.612
O	12.338	4.631	23.104
O	16.563	-1.414	-5.574
O	21.846	2.702	21.843
O	23.021	-7.242	23.077
O	16.461	-5.536	-3.426
O	12.276	-0.844	-1.424
O	17.219	4.305	-0.855
O	13.657	-2.717	-0.352
O	16.378	2.597	25.178
O	16.948	3.955	22.972
O	19.964	-4.154	23.051
O	10.815	2.723	22.191
O	21.147	1.12	-0.722
O	14.677	1.718	-1.27
O	24.328	-2.646	-0.283
O	8.007	3.397	-4.382
O	24.307	8.065	-3.338
O	11.784	4.018	25.627
O	12.602	-3.958	23.789
O	21.656	3.536	-5.134
O	23.684	-0.196	-6.707
O	20.205	-6.711	23.543
O	19.143	2.721	-0.07
O	9.987	4.345	-5.77
O	23.816	4.232	22.505
O	19.95	-3.586	-0.806
O	27.055	5.544	-0.372
O	12.981	7.088	-5.951
O	17.816	0.359	-7.153
O	13.687	-8.039	25.539
O	12.645	4.87	-7.256
O	25.608	7.545	-1.135
O	12.846	-6.388	22.929
O	15.067	2.027	22.983
O	14.471	7.156	23.154
O	20.701	-4.072	-4.079
O	15.54	6.228	-1.409
O	9.375	-1.427	-5.24
O	13.78	-5.077	-3.241
O	19.508	5.2	-4.761
O	21.785	0.135	-3.057
O	19.051	-8.145	-0.367
O	18.76	0.586	25.122
O	18.949	5.441	22.116
O	14.745	-7.402	-6.295
O	13.775	7.926	-0.418
O	12.307	-6.649	-6.537
O	15.457	-4.215	-1.423
O	11.171	-5.744	-3.505
O	25.257	0.886	22.299
O	21.558	-1.99	-5.443
O	22.177	-1.335	-0.955
O	23.496	-6.214	25.438
O	23.629	7.199	-5.629
O	13.569	5.761	25.095
O	17.743	-6.09	-1.258
O	8.697	2.228	-6.658
O	22.035	3.949	24.39
O	16.375	-7.866	22.077
O	15.402	3.846	-2.654
O	16.792	1.524	-2.734
O	11.9	1.226	-3.022
O	14.207	-5.587	25.124
O	11.083	6.432	24.661
O	11.002	-8.056	22.049
O	15.053	5.833	-7.165
O	18.272	-0.991	23.005
O	21.537	2.724	-2.718
O	11.642	-1.176	-6.597
O	20.518	7.065	23.227
O	47.437	-6.606	-2.487
O	9.087	6.76	22.922
O	14.033	-2.319	-5.908
O	21.76	-5.38	-0.274
O	-7.31	-0.304	24.84
O	22.258	5.16	-3.208
O	21.84	-6.367	-4.175
O	21.697	-8.071	25.21
O	20.155	-1.816	-2.659
O	17.575	1.493	23.035
O	12.43	-6.643	-1.574
O	18.253	0.311	-4.628
O	20.13	0.932	22.886
O	16.182	-3.84	-6.341
O	24.5	4.751	24.84
O	-9.11	-7.061	-0.907
O	15.446	-3.155	-3.893
O	13.963	2.596	26.26
O	13.761	0.211	-5.975
O	23.363	-0.462	23.229
O	13.1	-7.394	-4.127
O	5.512	-3.993	-7.273
O	20.35	2.6	25.875
O	24.633	-5.363	22.21
O	17.473	5.41	-3.115
O	23.621	-7.018	-1.133
O	21.267	-4.774	26.096
O	20.697	-3.599	-7.307
O	18.834	-5.158	25.197
O	-22.456	-3.97	22.865
O	13.294	2.727	-6.064
O	16.893	7.368	-6.147
O	28.338	-7.704	-3.895
O	13.538	0.058	22.166
O	24.176	2.959	-0.265
O	18.064	-1.743	-1.164
O	21.805	-2.453	22.273
O	10.554	-2.855	24.957
O	16.343	-0.044	-0.268
O	14.515	1.766	-3.964
O	21.545	5.81	-6.337
O	-44.493	5.767	-6.058
O	19.101	8.068	25.385
O	24.273	-1.391	26.062
O	16.444	-2.707	22.111
O	-13.03	6.783	26.08
O	20.603	6.448	-1.417
O	15.781	1.819	-6.288
O	19.136	-1.647	-6.315
O	23.976	3.128	-3.511
O	26.469	-3.706	23.144
O	-43.682	7.945	-4.604
O	19.382	1.261	-2.577
O	23.178	6.767	-1.359
O	18.266	2.999	-4.23
O	9.695	-4.049	-4.501
O	19.701	3.919	-6.963
O	19.168	-6.144	-3.483
O	22.993	-4.247	-5.267
O	19.939	-5.762	-5.948
O	-7.759	-3.339	-2.947
O	30.892	-4.214	23.124
O	34.062	-5.811	23.012
O	32.608	-6.817	-6.189
O	39.25	1.273	-5.824
O	38.735	3.714	-1.632
O	25	1.164	-1.778
O	28.434	-2.555	-3.338
O	34.656	-5.497	-5.354
O	28.173	-1.698	22.994
O	35.574	-2.098	-3.487
O	28.997	4.307	22.907
O	34.225	0.075	-6.315
O	38.02	2.669	22.185
O	30.073	-8.053	25.354
O	39.221	-6.833	23.085
O	-40.898	-0.084	25.508
O	28.542	-0.678	-1.615
O	33.433	4.447	-1.339
O	29.951	-2.66	-0.595
O	32.687	3.466	24.91
O	33.724	3.476	22.623
O	36.305	-4.44	23.029
O	27.107	2.778	21.955
O	37.055	1.639	-1.447
O	30.863	1.93	-1.132
O	40.666	-2.472	-0.147
O	24.777	0.917	-4.466
O	40.753	-8.157	-3.678
O	30.457	4.818	25.025
O	30.746	-5.49	25.379
O	38.086	5.666	-3.744
O	43.048	0.737	25.595
O	9.897	-4.168	-1.737
O	35.161	2.808	-0.273
O	28.382	3.814	-1.636
O	39.84	4.086	23.26
O	36.292	-3.722	-1.539
O	43.346	5.573	-0.661
O	24.03	-5.153	-3.134
O	35.286	2.544	-6.475
O	-46.738	-0.238	-3.5
O	28.034	4.001	25.334
O	41.836	7.617	-1.404
O	29.075	-7.28	23.148
O	31.514	2.054	22.986
O	30.77	6.982	23.059
O	28.708	-0.79	-6.61
O	31.576	6.224	-1.641
O	26.295	0.163	-6.38
O	-38.341	-3.238	25.644
O	37.217	-5.723	-6.232
O	43.438	-2.977	25.375
O	35.311	-8.01	-0.682
O	35.449	0.024	25.482
O	35.367	5.538	22.234
O	32.364	-4.253	-6.032
O	29.969	8.079	-0.579
O	27.648	-6.646	-6.244
O	31.534	-4.579	-1.491
O	25.911	-4.334	-1.401
O	42.046	0.904	23.099
O	39.924	-2.888	-5.988
O	39.287	-0.771	-1.534
O	35.863	-3.524	-6.554
O	39.654	-5.1	-7.311
O	28.572	6.482	24.252
O	33.706	-6.032	-1.502
O	24.591	2.196	-6.842
O	34.918	4.972	-5.774
O	26.6	2.474	-3.191
O	32.687	-7.908	22.144
O	31.313	3.812	-2.833
O	31.845	1.284	-3.556
O	28.238	4.036	-4.316
O	-17.74	3.649	-2.332
O	23.972	4.705	-6.294
O	27.133	-8.17	21.884
O	31.239	7.339	-6.36
O	34.594	-1.052	23.156
O	36.394	4.051	-2.605
O	-34.884	-4.987	-3.312
O	36.935	7.37	23.359
O	27.889	-0.14	-4.212
O	25.677	6.36	23.087
O	28.104	-3.286	-5.827
O	38.099	-5.304	-0.557
O	26.16	7.776	-5.211
O	40.006	4.135	-4.735
O	36.642	-4.396	-4.101
O	38.257	-7.531	25.294
O	33.025	-1.143	-3.661
O	33.754	1.257	24.014
O	28.467	-6.409	-1.521
O	37.448	4.081	-5.766
O	36.215	0.995	23.076
O	36.108	7.446	25.867
O	41.479	4.898	25.024
O	24.257	-6.614	-5.334
O	-48.003	-6.314	-1.572
O	26.469	3.843	-6.234
O	28.234	1.855	-5.941
O	39.212	-0.601	23.119
O	-20.214	-5.673	-2.416
O	-24.238	4.226	25.093
O	44.461	-6.792	-6.264
O	40.928	-5.247	22.09
O	-36.885	3.431	-1.424
O	39.88	-6.949	-1.49
O	38.576	0.403	25.57
O	38.299	-0.285	-3.913
O	34.83	-4.432	25.203
O	40.916	2.301	24.994
O	-39.752	6.644	23.286
O	28.993	4.322	-6.699
O	-23.564	-0.685	-5.044
O	26.366	-6.276	-3.039
O	29.92	0.115	22.194
O	40.732	2.848	-0.334
O	38.034	-2.676	22.151
O	32.572	0.132	-0.383
O	-43.854	-7.596	25.349
O	-44.794	-4.728	-4.717
O	40.906	-0.43	25.037
O	-43.892	-1.78	25.796
O	40.519	-1.636	-3.781
O	32.737	-2.627	22.205
O	28.613	7.235	-6.101
O	36.998	6.422	-1.476
O	31.76	-0.209	-5.781
O	39.121	4.108	25.806
O	-22.894	2.953	-3.055
O	42.735	-3.601	22.961
O	26.229	6.336	25.754
O	36.749	0.609	-5.747
O	45.561	-6.459	22.997
O	33.089	5.41	-3.759
O	26.24	-3.855	-3.991
O	35.514	6.349	-3.637
O	-15.126	1.014	-4.618
O	-36.58	4.604	-6.511
O	38.197	-2.669	-2.963
O	32.662	6.067	25.616
O	47.515	-4.651	22.943
O	-47.472	-5.996	22.818
O	-48.284	7.279	-5.726
O	-40.341	-4.962	-3.33
O	-42.816	4.342	-1.157
O	42.453	1.448	-1.498
O	46.076	-0.862	-3.197
O	-27.356	-8.194	25.261
O	44.473	-1.662	23.174
O	47.968	-6.196	-6.173
O	45.565	4.021	23.052
O	48.65	-1.587	-7.178
O	-43.641	2.759	22.063
O	42.251	-6.346	-2.587
O	-42.51	-7.338	23.098
O	-24.297	-0.199	25.53
O	44.588	-0.495	-1.114
O	-47.419	4.139	-1.757
O	46.293	-2.608	-0.66
O	-48.966	2.841	25.263
O	-47.904	3.548	23.017
O	-45.559	-4.176	23.16
O	43.527	2.778	22.081
O	-43.72	1.335	-1.032
O	47.34	1.629	-1.534
O	-40.619	-2.586	-0.593
O	37.876	2.252	-3.814
O	-41.179	8.025	-3.656
O	46.55	2.77	26.053
O	45.199	-4.058	23.886
O	-42.193	4.739	-5.999
O	-42.26	-0.104	-6.241
O	-45.014	-6.681	23.196
O	-45.883	2.702	-0.44
O	44.31	3.401	-1.746
O	-41.91	4.223	23.324
O	-44.873	-4.23	-1.944
O	-38	5.535	-0.495
O	45.019	7.008	-6.075
O	-45.096	0.475	25.948
O	46.9	8.085	25.254
O	-39.56	7.339	-1.555
O	-9.113	-2.743	-5.947
O	48.183	1.677	22.956
O	47.25	6.588	23.071
O	-42.392	-6.074	-4.435
O	48.73	5.685	-0.988
O	41.694	1.924	-6.485
O	2.023	-5.634	24.86
O	-46.074	6.77	-4.257
O	-44.427	1.3	-5.97
O	-46.231	-8.125	-0.697
O	-46.005	-1.18	24.231
O	-46.247	5.435	22.26
O	-48.809	-6.845	25.71
O	46.972	7.232	-1.91
O	-19.772	2.739	25.697
O	48.178	-4.295	-1.637
O	41.912	-3.936	-1.62
O	-40.016	0.994	23.221
O	-47.345	-1.807	-5.537
O	-42.217	-0.757	-1.591
O	-44.944	-5.94	-7.115
O	-45.614	8.034	-6.426
O	45.991	5.617	25.125
O	-7.236	1.798	23.491
O	45.399	2.002	-6.179
O	-45.431	5.631	25.913
O	48.906	-7.992	22.109
O	48.038	3.83	-2.783
O	-48.382	1.726	-3.021
O	44.234	1.15	-3.221
O	-37.436	-1.604	-5.639
O	43.709	5.548	23.784
O	43.598	-8.027	22.179
O	47.452	6.209	-6.558
O	-47.337	-0.459	22.226
O	-43.422	3.072	-4.37
O	45.22	-2.662	-4.918
O	-44.428	7.143	23.192
O	43.559	-1.475	-3.285
O	41.63	6.786	23.092
O	47.909	-2.131	-4.704
O	-43.241	-5.483	-0.539
O	43.24	7.995	-4.462
O	-13.434	-0.931	-5.537
O	29.332	2.02	-3.179
O	-8.603	-2.513	24.724
O	-44.815	-0.86	-1.723
O	-47.431	1.167	24.187
O	45.122	-7.41	-1.52
O	-47.638	1.398	-5.468
O	-45.19	0.922	22.904
O	-48.706	-3.949	-6.068
O	-40.875	3.801	25.812
O	41.282	7.32	-6.089
O	-11.019	6.541	-6.178
O	41.102	-0.577	-6.191
O	46.26	-0.345	-5.682
O	-42.122	-0.537	23.186
O	45.752	-7.827	-4.049
O	39.107	-7.49	-6.345
O	-48.36	3.23	-7.334
O	-40.857	-5.458	22.301
O	-48.395	5.818	-3.558
O	-41.349	-7.062	-1.333
O	-45.772	2.103	-3.809
O	-18.375	1.027	-2.992
O	-46.468	-5.742	25.205
O	-42.172	1.891	24.468
O	-43.387	4.064	25.526
O	-40.627	1.365	-4.598
O	-46.615	8.022	25.931
O	-16.213	-6.571	25.743
O	46.261	0.036	22.228
O	-40.8	2.797	-0.393
O	-47.117	-1.915	-1.531
O	-43.686	-2.524	22.305
O	-32.22	7.276	-6.143
O	-48.843	-0.076	-0.624
O	47.097	1.737	-4.137
O	-16.714	5.664	25.654
O	-44.755	-1.216	-6.334
O	-47.347	-6.238	-6.138
O	-45.865	-3.559	-6.773
O	-48.904	-2.677	22.03
O	48.554	6.062	25.35
O	-44.586	6.311	-1.51
O	47.888	1.455	-6.589
O	-25.817	-7.276	-6.735
O	-30.401	2.977	-7.013
O	-39.112	-3.744	23.196
O	42.685	7.131	25.559
O	-24.473	7.906	-3.13
O	-42.058	6.786	-1.493
O	-47.175	4.918	-5.799
O	42.476	-2.67	-5.267
O	-8.788	-1.063	-4.036
O	-8.467	6.21	-5.887
O	-39.401	-7.108	-7.096
O	-43.319	-3.938	-6.899
O	-27.932	-4.494	26.3
O	-34.232	-4.746	23.037
O	-31.216	-6.066	22.946
O	-31.811	4.895	-5.246
O	-25.724	-1.353	-3.756
O	-26.417	4.312	-0.791
O	-38.745	1.46	-1.209
O	-35.916	-1.263	-3.519
O	-30.401	-3.642	-2.714
O	-37.426	-1.753	23.39
O	-31.976	-6.436	-6.657
O	-36.33	4.282	23.073
O	-32.387	-1.556	-6.104
O	-27.321	2.558	22.151
O	-38.368	8.035	25.097
O	-25.986	-7.606	23.112
O	-32.156	-5.355	-3.451
O	-37.114	-0.998	-1.198
O	-31.663	4.553	-0.84
O	-35.216	-2.629	-0.412
O	-33.035	3.181	25.133
O	-31.943	3.479	22.855
O	-29.181	-4.318	23.121
O	-38.234	2.679	22.277
O	-27.557	1.615	-0.843
O	-34.118	1.881	-1.301
O	-24.368	-2.874	-0.359
O	-25.358	1.871	24.32
O	-23.306	7.386	-0.833
O	-37.595	2.197	-7.175
O	-36.574	-4.09	23.941
O	-27.412	4.614	-5.375
O	-25.964	0.245	-5.948
O	-28.84	-6.855	23.589
O	-29.722	2.898	-0.052
O	-38.607	2.817	-3.419
O	-25.237	4.071	22.755
O	-28.821	-3.52	-0.728
O	-21.804	5.368	-0.169
O	-36.096	7.045	-5.7
O	-30.695	0.322	-7.057
O	-34.822	7.977	25.068
O	-36.761	3.128	25.404
O	-29.991	7.944	25.397
O	-36.235	-6.498	23.046
O	-33.792	1.629	23.177
O	-34.16	6.314	23.171
O	-22.36	-3.129	25.232
O	-33.548	6.383	-1.285
O	-40.009	-1.052	-5.488
O	-22.732	0.373	-7.272
O	-29.474	6.109	-4.498
O	-27.297	0.383	-3.087
O	-29.759	-8.2	-0.331
O	-29.908	-0.502	25.416
O	-30.127	5.248	22.186
O	-7.677	-4.327	26.194
O	-35.175	-8.177	-0.394
O	-36.855	-6.876	-6.594
O	-33.312	-4.119	-1.435
O	-28.262	-3.579	-4.962
O	-23.434	0.595	23.128
O	-26.1	-2.605	-6.231
O	-26.266	-1.227	-1.168
O	-26.087	-5.844	24.965
O	-24.773	-8.127	25.414
O	-35.422	5.403	25.251
O	40.942	-3.392	25.954
O	-40.024	1.093	-7.112
O	-28.923	4.913	26.085
O	4.236	1.972	-4.107
O	-32.719	-8.105	22.201
O	-33.523	4.117	-2.627
O	-32.012	1.965	-2.776
O	-36.644	1.169	-2.66
O	-35.964	-7.164	-4.157
O	32.878	-2.067	-7.315
O	-38.056	-8.149	22.144
O	-34.099	5.489	-6.541
O	-30.931	-1.048	23.101
O	-27.36	2.954	-3.259
O	-28.563	6.885	23.319
O	-38.426	-0.497	-3.456
O	32.486	-7.578	26.063
O	-34.898	-2.318	-5.762
O	-27.077	-5.427	-0.202
O	-16.4	5.617	-3.275
O	-26.654	5.46	-3.116
O	-24.889	-4.774	-6.693
O	-12.412	4.506	-5.217
O	-28.25	-1.982	-2.715
O	-31.408	1.292	24.243
O	-36.482	-6.371	-1.64
O	-30.265	3.842	-3.48
O	-29.049	0.8	23.189
O	-33.064	-4.091	-6.221
O	-20.877	3.219	-1.252
O	-41.706	-7.83	-6.219
O	-33.21	-2.992	-3.89
O	-39.478	3.339	-5.84
O	-35.514	0.219	-5.601
O	-25.692	-0.673	23.293
O	46.776	-5.685	25.267
O	-37.98	5.392	24.761
O	-19.411	-3.128	-5.347
O	-24.464	-5.597	22.286
O	-31.631	6.039	-2.947
O	-25.162	-7.012	-1.03
O	-28.947	-5.699	-6.318
O	45.47	4.522	-6.538
O	-30.244	-5.312	25.264
O	-26.883	3.97	24.681
O	-35.034	2.567	-6.445
O	-6.609	7.685	-4.859
O	34.316	-1.466	-1.363
O	-35.563	-0.084	22.398
O	-24.533	2.681	-0.068
O	-30.454	-1.505	-1.249
O	-27.272	-2.682	22.407
O	-38.591	-5.847	26.101
O	-32.434	0.035	-0.403
O	-34.338	-7.453	-6.308
O	-27.64	7.226	-6.037
O	38.978	-4.909	24.948
O	-21.889	2.517	22.259
O	-28.193	-1.164	-6.17
O	-32.655	-2.836	22.227
O	-38.931	-2.954	-3.934
O	-28.275	6.156	-1.096
O	-33.036	0.961	-6.091
O	-28.345	1.407	-6.444
O	-24.725	1.207	-3.839
O	-17.174	-7.308	-6.648
O	-9.573	-7.678	-5.607
O	-29.496	1.582	-2.454
O	-25.792	6.819	-1.077
O	7.239	-6.412	25.734
O	-29.305	5.414	-6.975
O	-18.813	-5.614	-4.507
O	-26.772	-5.7	-4.863
O	-38.717	-4.138	-1.478
O	-17.933	-4.874	23.157
O	-14.375	-6.526	22.925
O	-9.085	4.493	26.003
O	-10.786	4.219	-0.43
O	-22.626	1.222	-1.033
O	-19.718	-0.903	-4.022
O	-14.928	-3.311	-2.734
O	-20.964	-1.856	23.261
O	3.933	5.961	-5.182
O	-19.886	3.856	23.247
O	-15.486	8.03	-2.758
O	-10.917	2.471	22.237
O	-22.634	-6.564	-2.844
O	-8.217	-5.768	22.147
O	-15.901	-5.679	-3.194
O	-19.971	-0.619	-1.394
O	8.75	7.666	25.352
O	-18.968	-2.752	-0.317
O	-16.283	2.545	25.282
O	-15.676	3.76	23.063
O	43.969	-5.235	-0.951
O	-22.413	-4.553	-1.172
O	-11.844	0.518	-0.98
O	-17.974	1.766	-0.611
O	-8.168	-2.947	0.103
O	33.744	7.268	-5.427
O	-7.501	5.695	-3.442
O	-20.72	1.981	-6.634
O	-20.189	-4.153	24.249
O	-12.327	4.318	-2.581
O	-10.677	-0.611	-5.873
O	-11.848	-6.669	23.783
O	-13.619	2.529	-0.247
O	-40.099	6.272	25.897
O	-9.396	4.233	23.36
O	-12.74	-3.726	-1.224
O	-5.765	5.311	-0.303
O	-13.925	6.074	-3.74
O	-14.381	-0.013	25.31
O	-18.072	7.828	25.127
O	9.864	-5.807	-6.635
O	-8.029	6.422	-0.963
O	-20.009	-6.53	23.16
O	-17.582	1.836	23.123
O	-17.799	6.119	23.211
O	-17.523	6.018	-1.008
O	25.578	0.236	24.734
O	-17.931	-7.132	-2.501
O	-5.307	-3.173	-2.045
O	-13.57	-1.221	-1.951
O	-13.753	8.048	-0.197
O	-13.706	1.326	-6.754
O	-13.688	5.327	22.281
O	7.63	-1.028	-3.264
O	-19.169	7.912	-0.134
O	-20.769	-7.245	-6.359
O	-17.093	-4.153	-1.378
O	-43.572	0.577	-3.554
O	-20.458	6.468	-5.758
O	-7.449	-6.175	-5.598
O	-9.256	-1.456	-1.547
O	43.695	-4.218	-3.467
O	-6.511	7.31	25.873
O	-11.386	5.068	24.904
O	-15.87	-6.684	-0.814
O	24.132	7.499	24.851
O	-45.329	-2.452	-3.644
O	-0.24	-7.852	-4.297
O	-16.268	8.046	22.287
O	-40.987	3.872	-3.797
O	-15.908	1.795	-2.324
O	-20.952	1.21	-3.011
O	-18.731	-6.005	25.407
O	-21.686	4.433	25.013
O	-21.75	7.984	22.391
O	-17.94	6.462	-6.257
O	-14.423	-1.273	23.07
O	-9.908	5.28	-2.562
O	-21.169	-1.37	-6.141
O	-11.991	7.174	22.989
O	-23.19	6.047	23.423
O	40.774	-6.813	25.288
O	-11.034	-5.486	-0.209
O	-22.423	7.901	-4.734
O	28.561	-5.074	-3.825
O	-4.445	7.96	24.228
O	-9.699	-7.777	22.925
O	-11.701	-0.768	-3.543
O	-15.097	1.272	23.212
O	-21.385	-6.878	-0.538
O	-30.726	-6.072	-1.44
O	-12.612	0.646	23.262
O	-41.111	-4.058	-5.661
O	-11.642	-2.929	-5.367
O	-24.223	-6.441	-4.859
O	-17.203	-3.581	-4.027
O	-23.152	2.42	-5.641
O	-18.531	-0.904	-6.438
O	-8.963	-0.852	22.771
O	-19.961	-7.902	-3.956
O	-35.049	-5.759	25.288
O	-10.631	2.546	25.002
O	-6.902	-4.16	23.483
O	-48.678	-5.407	-3.921
O	-9.123	7.67	-2.94
O	-19.245	5.36	25.267
O	-6.866	-7.559	-2.12
O	-13.735	-5.762	25.294
O	-15.931	-0.275	-6.517
O	15.954	6.854	25.32
O	-18.047	1.641	-6.507
O	-0.92	-4.254	-1.21
O	12.134	3.275	-1.319
O	-19.158	-0.139	22.391
O	-8.513	2.77	-0.145
O	-14.818	-2.546	-0.248
O	-10.885	-2.775	22.298
O	-16.35	-0.256	-0.024
O	-42.772	-3.671	-3.536
O	7.77	-4.286	-6.165
O	-9.945	-0.146	25.048
O	-10.723	7.656	25.164
O	4.063	8.065	-6.615
O	-16.283	-2.98	22.318
O	-3.21	7.204	-5.408
O	-11.879	6.472	-1.138
O	-6.61	-7.972	-7.29
O	-12.818	-4.387	23.179
O	-6.102	5.039	-5.415
O	-5.936	-2.628	25.209
O	-23.002	6.407	26.02
O	-13.308	1.261	-2.869
O	-34.309	1.989	-3.994
O	-14.419	3.438	-3.82
O	30.388	-2.816	-7.053
O	-4.6	-6.504	-1.158
O	-32.97	6.217	25.603
O	36.017	-6.678	24.402
O	-43.052	5.465	-3.532
O	-19.184	4.11	-6.318
O	33.593	-3.585	-2.723
O	10.461	3.419	-3.336
O	-17.645	-4.67	-6.501
O	-23.47	-2.369	-6.91
O	1.069	2	-5.949
O	-15.498	4.333	-1.052
O	-25.081	3.728	-4.388
O	-10.02	-5.121	-5.383
O	38.832	-2.21	25.161
O	32.499	-5.649	-3.801
O	1.657	-2.151	26.276
O	6.582	5.886	-2.77
O	41.872	5.801	-3.92
O	-30.444	1.577	-4.838
O	30.384	-0.855	-3.591
O	38.954	6.173	-6.121
O	28.726	-3.801	24.541
O	44.275	3.654	25.472
O	30.999	-2.898	25.479
O	-8.823	-6.192	-3.413
O	-29.346	-5.732	-3.732
O	-6.729	-1.023	-2.457
O	26.751	-2.106	25.186
O	-37.587	-5.145	-3.606
O	23.89	2.124	24.181
O	42.337	3.177	-3.535
O	-8.402	1.749	25.953
O	0.208	-4.449	-6.837
O	42.354	4.306	-5.932
O	20.477	5.222	26.006

Results
total energy: -609933.169 eV
total energy less fixed offsets of O -438.25, Si -107.07 eV per atom: -13.969 eV

Forces (eV/angstrom) on atoms 2045 to 2718 of the 3024, counted in the order above; the others are left out for length: element, x, y, z
Si	0.004	-0.004	0.003
Si	-0.006	0.014	-0.003
Si	-0.002	-0.002	-0.005
Si	0.006	0.002	-0.003
Si	0.002	0	-0.011
Si	0.01	0	-0.007
Si	0.009	0.003	-0.014
Si	-0.002	0.001	-0.001
Si	-0.005	-0.004	0
Si	-0.004	-0.011	-0.01
Si	0.005	0.005	0.002
Si	-0.005	0.006	-0.001
Si	-0.004	-0.008	-0.003
Si	0.008	0.007	-0.004
Si	0.026	0.026	0.003
Si	0.001	0.012	-0.007
Si	0.007	0.003	-0.007
Si	0.007	0.003	-0.004
Si	-0.004	-0.008	0.007
Si	-0.014	-0.02	-0.001
Si	-0.017	-0.006	-0.004
Si	0.009	0.001	-0.006
Si	0.015	0.002	-0.01
Si	-0.007	-0.009	-0.003
Si	-0.004	0.005	-0.009
Si	0.008	0.008	-0.006
Si	0.007	0.002	-0.001
Si	-0.005	0.01	-0.002
Si	0.001	0.004	0.002
Si	0.005	-0.002	-0.003
Si	-0.004	0.002	0.001
Si	-0.002	0.001	-0.007
Si	-0.002	0.004	-0.007
Si	0.001	-0.008	0.007
Si	-0.006	0.006	-0.007
Si	-0.002	-0.003	-0.003
Si	0.017	-0.004	-0.009
Si	-0.004	0.022	0.005
Si	0.006	-0.009	-0.002
Si	0	0.009	-0.004
Si	-0.006	-0.003	-0.001
Si	0	0	0
Si	0	0.008	0.002
Si	0.013	-0.015	0
Si	-0.007	-0.002	0.001
Si	0.006	0.002	-0.003
Si	-0.001	-0.005	-0.001
Si	-0.004	0.005	0.001
Si	0.001	0.001	-0.002
Si	0.007	-0.005	0.001
Si	0.008	-0.01	0.005
Si	0.012	0.002	-0.007
Si	-0.007	0.006	-0.002
Si	-0.001	0.006	-0.01
Si	-0.002	-0.003	-0.007
Si	-0.006	-0.006	-0.007
Si	-0.011	0.003	-0.005
Si	0.007	0.002	0.002
Si	0.001	0	-0.002
Si	-0.001	0	0.003
Si	-0.002	-0.001	-0.006
Si	0.002	0.007	0.003
Si	0.002	0.006	-0.006
Si	-0.003	0.005	0.003
Si	0.003	0	-0.004
Si	0.013	-0.004	0.003
Si	-0.007	-0.003	-0.005
Si	-0.007	0.014	0.001
Si	-0.005	-0.001	-0.003
Si	-0.008	0.005	0.001
Si	0.012	0.002	0.006
Si	0.001	-0.001	0.001
Si	0	-0.002	-0.004
Si	0.007	0.001	0.011
Si	-0.001	-0.002	-0.004
Si	0.007	0.013	0.003
Si	0.006	-0.002	0.006
Si	0.001	0.007	0
Si	-0.001	-0.002	0.003
Si	0.01	-0.006	0.005
Si	0.006	-0.009	-0.001
Si	-0.012	0.007	0.004
Si	0.006	-0.006	-0.002
Si	-0.005	0.011	0
Si	-0.011	0.002	0.006
Si	0.003	-0.011	0.007
Si	0.009	0.002	0.007
Si	0.01	-0.012	-0.002
Si	0.002	-0.006	0.012
Si	-0.01	0.009	-0.005
Si	0.001	-0.013	0.005
Si	0.004	0.001	0.009
Si	0.001	0.003	0.001
Si	-0.002	-0.003	0.009
Si	-0.014	0.013	0.005
Si	0.004	-0.006	0.004
Si	-0.001	-0.01	0.003
Si	-0.002	0.014	-0.001
Si	0.007	0.003	0.004
Si	0.006	0	0.005
Si	0.008	0.007	0.001
Si	-0.004	-0.001	0
Si	0.008	0	-0.003
Si	-0.005	0.002	0.003
Si	-0.004	0.007	-0.003
Si	-0.007	-0.004	-0.001
Si	0.009	0.004	0.003
Si	0.003	0.004	-0.003
Si	-0.003	-0.004	-0.006
Si	-0.004	-0.003	0.006
Si	-0.002	-0.003	0.011
Si	0.003	0	-0.001
Si	-0.007	0.004	0.005
Si	0.009	0.002	0.005
Si	0.013	0.004	0.006
Si	-0.002	0.004	-0.001
O	0.199	-0.129	0.42
O	0.228	-0.119	-0.137
O	-0.272	-0.159	-0.496
O	-0.226	-0.437	0.217
O	-0.26	0.507	0.344
O	0.17	-0.335	-0.618
O	0.208	0.627	0.007
O	0.143	0.324	-0.112
O	-0.518	0.027	0.081
O	0.088	-0.33	-0.339
O	0.07	0.132	-0.178
O	0.531	-0.096	-0.549
O	0.098	0.045	0.314
O	0.081	0.125	-0.417
O	0.294	-0.077	0.371
O	-0.546	-0.153	-0.173
O	0.373	0.355	-0.122
O	0.222	-0.128	-0.438
O	-0.697	-0.152	0.077
O	-0.124	0.378	0.325
O	-0.062	0.236	0.489
O	-0.074	-0.15	0.448
O	-0.23	-0.164	-0.222
O	-0.244	-0.018	-0.238
O	-0.046	-0.128	-0.285
O	-0.075	0.205	0.241
O	-0.06	0.064	-0.001
O	0.476	-0.281	-0.061
O	-0.217	-0.038	-0.032
O	-0.117	-0.698	-0.389
O	0.187	-0.025	-0.126
O	0.228	0.172	0.564
O	0.179	-0.084	-0.142
O	0.747	-0.186	-0.547
O	0.199	0.59	0.132
O	-0.011	0.315	-0.185
O	-0.058	0.217	-0.607
O	0.339	-0.076	-0.615
O	-0.388	-0.295	0.426
O	0.253	0.29	0.143
O	-0.352	0.097	-0.151
O	-0.034	0.138	0.057
O	-0.149	0.297	0.336
O	-0.083	-0.427	0.104
O	0.058	-0.012	-0.352
O	-0.425	0.183	-0.248
O	-0.086	0.522	-0.045
O	0.039	-0.135	0.549
O	0.451	0.224	0.148
O	-0.228	0.16	-0.069
O	0.257	0.203	0.149
O	-0.134	0.061	0.575
O	0.184	-0.135	-0.332
O	0.413	0.6	-0.535
O	0.179	0.078	0.634
O	0.359	-0.456	-0.051
O	-0.285	0.306	0.168
O	0.2	-0.654	0.274
O	-0.309	-0.112	-0.037
O	-0.279	-0.166	-0.458
O	-0.5	-0.252	0.423
O	0.125	-0.221	0.719
O	0.24	0.087	0.029
O	0.428	-0.027	-0.582
O	-0.183	0.075	0.545
O	-0.279	0.206	-0.02
O	-0.226	0.068	0.393
O	0.079	-0.093	0.106
O	0.235	-0.481	-0.081
O	-0.094	-0.505	0.215
O	0.275	0.274	0.806
O	-0.211	-0.423	0.451
O	-0.21	0.033	-0.038
O	-0.02	0.485	-0.56
O	0.255	-0.314	0.446
O	0.177	-0.013	0.104
O	-0.203	-0.198	0.399
O	-0.285	-0.182	0.216
O	0.395	-0.543	0.169
O	-0.732	-0.295	0.323
O	-0.156	0.011	-0.351
O	-0.125	-0.312	-0.358
O	0.351	-0.096	0.265
O	-0.281	-0.357	0.212
O	-0.284	0.333	-0.31
O	0.076	0.013	-0.241
O	-0.475	0.585	0.283
O	-0.029	-0.482	0.214
O	0.427	-0.286	0.442
O	-0.208	-0.069	-0.26
O	0.184	-0.428	0.53
O	0.003	-0.462	0.269
O	-0.238	-0.006	-0.559
O	-0.655	-0.229	0.167
O	0.304	-0.121	-0.321
O	0.303	-0.137	0.211
O	-0.112	0.174	0.375
O	-0.13	0.482	-0.073
O	0.248	-0.177	0.313
O	0.115	-0.057	-0.127
O	0.059	0.023	-0.473
O	0.376	0.311	0.525
O	0.24	0.327	0.427
O	-0.112	-0.362	0.047
O	0.532	-0.356	-0.219
O	0.236	0.127	-0.625
O	0.415	-0.193	0.504
O	0.148	0.287	-0.194
O	0.653	0.143	-0.28
O	0.003	-0.081	0.301
O	0.351	-0.117	0.03
O	-0.259	-0.028	-0.279
O	0.012	0.312	0.032
O	0.326	0.13	0.239
O	0.111	0.538	-0.114
O	0.173	-0.194	0.181
O	0.154	0.021	-0.158
O	-0.064	0.094	-0.512
O	-0.524	-0.166	0.052
O	-0.236	0.158	-0.707
O	0.246	0.258	-0.199
O	-0.222	-0.204	0.284
O	0.462	0.358	-0.085
O	0.259	0.346	0.145
O	0.212	-0.219	-0.037
O	0.032	0.579	-0.232
O	0.24	0.173	-0.411
O	-0.441	0.245	0.159
O	-0.355	-0.225	0.229
O	0.369	-0.195	0.29
O	-0.269	0.111	0.151
O	-0.281	-0.434	0.003
O	0.687	-0.003	0.269
O	0.053	-0.053	-0.082
O	0.038	-0.493	-0.243
O	0.105	-0.408	0.161
O	-0.493	0.339	-0.574
O	-0.217	0.111	0.494
O	0.646	0.028	0.684
O	0.446	0.191	0.055
O	-0.295	0.204	0.448
O	-0.106	-0.16	0.126
O	-0.561	-0.151	-0.091
O	-0.063	-0.324	-0.262
O	0.294	0.262	-0.162
O	0.207	-0.223	-0.097
O	-0.309	-0.065	-0.642
O	0.305	-0.153	0.294
O	-0.082	0.098	0.114
O	-0.37	0.325	0.384
O	-0.063	0.064	0.446
O	0.654	-0.497	-0.124
O	-0.285	0.15	-0.252
O	0.254	0.252	-0.364
O	-0.346	0.17	0.132
O	-0.137	0.14	0.007
O	-0.327	-0.25	-0.073
O	0.459	0.103	0.419
O	0.072	-0.322	-0.434
O	-0.055	-0.263	0.414
O	0.314	0.061	-0.454
O	-0.294	0.012	-0.694
O	0.47	0.453	-0.113
O	0.252	0.101	-0.087
O	-0.164	-0.083	-0.148
O	-0.454	-0.103	-0.417
O	-0.313	-0.093	0.68
O	0.648	-0.147	-0.394
O	-0.354	-0.051	-0.05
O	-0.086	0.055	0.202
O	0.661	0.005	-0.237
O	-0.021	-0.412	0.582
O	-0.531	0.152	0.143
O	-0.219	0.206	0.036
O	-0.448	0.431	0.549
O	0.181	0.287	-0.474
O	0.178	-0.225	-0.04
O	-0.119	0.419	-0.063
O	-0.064	0.527	0.111
O	0.383	0.168	-0.534
O	0.093	-0.127	-0.466
O	-0.265	-0.619	0.241
O	0.211	0.08	0.339
O	0.315	0.437	-0.131
O	-0.105	-0.062	-0.263
O	0.162	0.374	0.1
O	0.485	-0.266	-0.025
O	-0.029	-0.325	-0.075
O	-0.28	-0.487	-0.1
O	-0.008	0.69	0.119
O	0.099	-0.05	0.099
O	0.347	0.155	-0.145
O	-0.417	0.101	-0.175
O	0.322	-0.381	0.515
O	0.007	0.275	-0.112
O	0.134	-0.546	-0.664
O	-0.333	-0.106	-0.493
O	0.281	0.078	0.577
O	-0.658	0.141	-0.14
O	0.056	-0.108	0.377
O	0.18	-0.074	-0.234
O	0.152	0.164	0.075
O	0.071	0.734	-0.008
O	0.072	0.01	0.222
O	0.261	0.053	-0.061
O	0.347	-0.224	0.449
O	0.112	0.28	0.144
O	0.164	0.247	-0.406
O	0.266	0.038	0.437
O	-0.237	0.111	0.145
O	-0.29	-0.24	0.087
O	-0.156	-0.321	-0.683
O	0.301	0.202	-0.561
O	0.677	-0.397	0.11
O	0.216	0.455	-0.371
O	0.024	-0.605	0.363
O	0.089	-0.041	0.643
O	-0.333	0.517	-0.086
O	-0.215	-0.092	-0.307
O	-0.407	0.224	-0.137
O	0.253	-0.279	0.442
O	0.047	-0.111	0.111
O	0.122	-0.188	0.144
O	-0.218	-0.354	0.375
O	0.259	-0.176	-0.127
O	0.078	0.475	0.472
O	0.054	-0.311	-0.347
O	-0.158	0.008	-0.308
O	0.113	0.121	0.489
O	0.454	-0.536	0.062
O	0.106	-0.014	-0.414
O	-0.028	0.131	-0.199
O	0.074	-0.043	0.305
O	0.211	0.516	-0.014
O	0.098	0.35	-0.311
O	-0.078	0.215	-0.487
O	0.445	0.079	-0.543
O	-0.269	0.2	0.254
O	0.161	0.276	0.076
O	-0.299	0.281	0.48
O	0.316	0.224	0.747
O	0.553	-0.359	0.298
O	0.086	-0.19	0.633
O	-0.037	0.301	-0.524
O	-0.07	0.353	-0.254
O	-0.231	0.031	0.494
O	-0.431	-0.539	0.108
O	-0.208	-0.065	-0.516
O	-0.695	-0.319	0.134
O	-0.17	0.567	0.103
O	-0.403	-0.403	0.377
O	-0.728	-0.002	-0.022
O	-0.074	0.341	-0.307
O	-0.213	0.173	0.418
O	-0.066	0.098	-0.526
O	0	0.019	-0.444
O	0.349	0.377	0.19
O	-0.005	-0.451	0.053
O	0.229	0.158	0.229
O	-0.438	0.1	0.346
O	-0.388	-0.215	0.262
O	-0.219	0.054	0.513
O	0.127	-0.058	0.414
O	0.531	0.172	-0.319
O	-0.318	0.466	-0.032
O	-0.121	-0.097	0.032
O	0.079	-0.502	0.041
O	0.05	0.458	-0.599
O	0.179	-0.445	0.086
O	-0.399	-0.288	-0.122
O	0.069	-0.431	0.088
O	-0.212	0.35	0.346
O	-0.298	0.14	-0.303
O	0.022	0.518	-0.057
O	0.142	0.287	-0.285
O	-0.085	-0.15	-0.263
O	-0.006	-0.204	0.445
O	-0.156	-0.264	-0.126
O	-0.269	0.166	0.136
O	0.037	0.614	-0.374
O	0.365	-0.195	-0.001
O	0.046	-0.308	0.532
O	0.105	-0.147	0.71
O	-0.281	-0.264	0.338
O	-0.121	-0.497	0.031
O	0.588	-0.207	-0.095
O	-0.116	0.284	-0.058
O	0.548	0.065	0.014
O	0.177	-0.03	-0.153
O	0.567	-0.165	0.634
O	0.277	-0.059	-0.036
O	-0.159	0.259	0.442
O	-0.122	-0.192	0.192
O	0.36	-0.469	-0.25
O	0.078	-0.067	0.038
O	-0.027	0.002	-0.119
O	-0.216	-0.235	0.188
O	-0.673	0.193	-0.212
O	-0.187	0.056	0.035
O	0.057	-0.176	0.408
O	0.569	0.224	-0.021
O	0.556	-0.053	-0.257
O	0.32	0.193	-0.055
O	0.071	0.066	-0.512
O	-0.056	0.056	-0.091
O	0.043	0.574	-0.096
O	-0.254	0.208	0.01
O	0.233	-0.074	-0.297
O	-0.336	0.135	0.772
O	-0.22	0.142	0.027
O	-0.485	-0.211	0.067
O	-0.115	-0.188	-0.519
O	0.452	0.076	-0.358
O	0.261	0.341	0.333
O	-0.411	0.02	0.245
O	-0.1	-0.24	0.211
O	0.296	0.35	0.059
O	0.032	0.167	-0.414
O	0.082	-0.486	-0.515
O	-0.238	0.339	0.41
O	-0.02	-0.316	0.237
O	0.367	0.31	0.486
O	0.134	0.115	-0.205
O	-0.162	0.011	0.301
O	-0.329	0.091	0.232
O	0.166	0.335	0.337
O	0.207	-0.119	-0.055
O	-0.019	0.493	0.273
O	-0.352	-0.469	-0.423
O	-0.015	-0.216	-0.197
O	-0.145	-0.261	0.085
O	-0.184	0.003	0.177
O	-0.124	0.311	-0.063
O	-0.257	0.61	0.07
O	0.276	-0.354	-0.215
O	-0.833	0.024	0.29
O	0.328	-0.27	-0.35
O	-0.539	0.07	-0.432
O	-0.214	-0.098	-0.085
O	0.049	-0.123	-0.323
O	-0.012	-0.088	0.222
O	-0.184	0.372	-0.101
O	0.171	0.333	-0.409
O	-0.115	0.375	-0.162
O	-0.393	0.111	-0.48
O	-0.259	-0.191	0.331
O	-0.161	0.056	0.242
O	0.007	-0.308	0.281
O	-0.232	-0.393	0.179
O	-0.486	-0.192	-0.315
O	-0.086	0.425	0.009
O	0.492	-0.018	0.074
O	-0.592	0.076	0.133
O	-0.075	-0.118	-0.009
O	-0.293	-0.524	-0.253
O	0.151	-0.081	-0.459
O	0.013	-0.558	0.055
O	-0.075	-0.521	0.217
O	0.422	-0.519	0.012
O	0.354	-0.099	0.672
O	0.328	-0.115	-0.254
O	-0.085	-0.01	0.125
O	-0.079	0.021	0.091
O	0.22	-0.209	0.133
O	0.056	0.086	0.185
O	0.328	-0.52	-0.066
O	0.44	0.059	0.459
O	0.083	0.255	-0.601
O	0.074	-0.025	-0.385
O	-0.185	0.294	0.474
O	0.309	-0.021	-0.024
O	0.295	0.391	0.154
O	0.357	0.321	-0.212
O	-0.038	-0.214	0.522
O	-0.158	0.478	0.224
O	-0.058	0.109	0.512
O	0.527	0.137	-0.372
O	-0.385	-0.198	-0.453
O	-0.045	0.175	-0.128
O	-0.308	-0.025	-0.172
O	0.001	0.119	0.249
O	0.18	-0.098	0.537
O	-0.298	-0.18	0.142
O	0.344	-0.091	0.579
O	0.105	-0.174	0.245
O	-0.411	-0.475	0.108
O	-0.42	0.164	0.589
O	0.023	0.031	-0.253
O	-0.16	-0.15	0.25
O	0.042	-0.142	-0.318
O	-0.14	-0.21	0.06
O	0.048	-0.441	0.049
O	0.614	-0.444	0.138
O	0.15	-0.371	-0.593
O	0.329	0.229	0.478
O	0.237	0.183	0.34
O	-0.002	-0.68	0.108
O	0.295	0.144	-0.218
O	-0.522	0.004	-0.116
O	-0.564	0.144	-0.29
O	-0.18	0.413	0.1
O	0.05	0.074	0.201
O	0.55	0.356	-0.08
O	-0.114	-0.524	0.102
O	0.052	-0.25	0.225
O	-0.351	-0.176	-0.276
O	-0.276	0.199	-0.246
O	0.117	0.561	-0.036
O	-0.253	0.213	0.127
O	-0.655	-0.061	0.608
O	0.209	-0.486	0.013
O	0.4	0.237	-0.736
O	0.437	-0.289	0.33
O	-0.375	0.321	0.267
O	-0.265	0.737	-0.049
O	-0.164	-0.416	0.49
O	-0.54	-0.173	-0.083
O	-0.49	-0.3	-0.334
O	0.653	-0.179	0.359
O	0.005	-0.311	0.589
O	0.025	0.199	0.345
O	-0.477	-0.297	0.195
O	0.275	-0.199	0.047
O	-0.71	0.041	0.157
O	-0.138	-0.043	0.383
O	0.008	-0.001	-0.309
O	0.258	-0.059	0.397
O	0.192	-0.167	-0.03
O	-0.502	0.32	0.062
O	0.507	-0.099	-0.516
O	0.352	-0.2	-0.346
O	0.334	0.233	0.116
O	0.156	0.208	0.494
O	-0.246	0.523	0.28
O	0.003	-0.006	0.454
O	0.684	0.48	-0.106
O	-0.64	0.14	-0.014
O	0.153	-0.035	-0.188
O	0.107	0.235	-0.307
O	0.54	-0.348	-0.347
O	0.128	-0.247	-0.408
O	0.223	0.084	0.238
O	0.363	0.186	-0.448
O	0.088	-0.366	0.185
O	0.185	-0.006	-0.356
O	0.091	0.102	-0.544
O	0.428	-0.128	-0.451
O	0.173	0.116	0.291
O	-0.47	-0.117	-0.228
O	-0.036	0.064	0.006
O	-0.327	-0.129	-0.087
O	0.211	0.219	-0.199
O	-0.544	0.09	-0.199
O	0.454	0.151	-0.567
O	0.625	-0.394	0.179
O	0.062	-0.111	0.256
O	-0.065	-0.484	-0.01
O	-0.087	0.125	0.13
O	0.284	-0.099	0.299
O	0.548	0.058	0.296
O	-0.6	0.224	-0.239
O	0.155	-0.119	0.837
O	-0.077	0.344	-0.294
O	-0.129	-0.148	-0.221
O	-0.094	-0.496	-0.205
O	0.171	0.046	0.479
O	0.12	-0.125	-0.523
O	0.087	-0.151	-0.159
O	0.053	-0.216	-0.194
O	0.092	0.276	-0.207
O	-0.176	0.262	-0.35
O	0.201	0.16	0.548
O	0.243	0.466	0.352
O	0.306	0.108	-0.521
O	0.238	-0.087	-0.48
O	0.234	-0.266	-0.072
O	0.229	0.208	0.456
O	-0.247	0.222	0.033
O	-0.536	-0.071	0.009
O	0.043	0.049	-0.755
O	0.164	-0.03	0.394
O	-0.306	0.2	-0.459
O	0.433	0.161	0.424
O	0.089	0.088	-0.351
O	-0.073	-0.078	-0.669
O	-0.004	0.263	-0.069
O	-0.298	-0.084	0.649
O	0.023	-0.243	0.001
O	-0.308	0.356	-0.156
O	-0.01	0.032	0.108
O	0.037	-0.587	-0.219
O	0.187	-0.307	0.483
O	-0.634	0.084	0.144
O	-0.54	0.137	0.08
O	-0.1	-0.423	0.386
O	-0.121	-0.025	-0.437
O	-0.035	0.286	0.628
O	-0.218	-0.464	-0.17
O	-0.01	-0.498	-0.491
O	-0.658	-0.356	0.477
O	-0.013	-0.337	0.689
O	0.232	0.067	0.491
O	-0.597	-0.524	0.073
O	0.532	-0.112	-0.055
O	0.13	0.136	0.404
O	0.028	-0.048	-0.346
O	0.494	-0.256	-0.042
O	0.298	-0.259	-0.574
O	-0.104	0.31	0.082
O	0.05	-0.083	-0.375
O	-0.077	-0.002	-0.476
O	-0.082	0.172	0.294
O	0.185	-0.151	-0.149
O	0.173	0.082	0.584
O	0.106	-0.093	-0.29
O	-0.019	-0.155	0.375
O	-0.378	0.453	-0.355
O	0.597	0.302	-0.068
O	0.03	0.514	0.236
O	0.229	-0.121	-0.608
O	0.347	0.407	0.335
O	-0.709	0.012	0.063
O	0.021	0.327	-0.267
O	-0.561	-0.016	0.302
O	0.271	-0.145	-0.307
O	0.051	0.031	-0.264
O	-0.22	0	0.094
O	0.193	0.108	-0.221
O	0.061	-0.364	-0.1
O	-0.199	0.155	0.324
O	0.333	0.147	0.538
O	0.24	-0.076	-0.669
O	-0.572	0.286	0.069
O	0.497	-0.251	-0.276
O	0.236	-0.231	0.521
O	0.031	0.134	0.348
O	-0.585	-0.357	-0.283
O	-0.161	-0.137	0.174
O	0.376	-0.019	-0.329
O	-0.342	-0.135	-0.385
O	-0.059	0.101	-0.362
O	0.259	-0.172	-0.473
O	-0.349	-0.084	0.026
O	-0.253	0.008	0.339
O	0.297	0.485	-0.112
O	-0.068	-0.307	-0.096
O	-0.003	0.114	0.336
O	0.438	-0.273	0.037
O	0.26	-0.524	-0.454
O	0.289	0.401	0.003
O	0.046	-0.457	-0.299
O	-0.032	-0.116	0.697
O	-0.199	0.283	0.196
O	-0.049	0.445	-0.07
O	0.457	-0.324	0.381
O	-0.62	0.504	0.386
O	-0.122	-0.301	-0.123
O	-0.049	-0.343	-0.165
